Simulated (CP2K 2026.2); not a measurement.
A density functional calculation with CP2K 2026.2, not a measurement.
Periodic cell of 2016 atoms, Si1440O576, from a study of silicon, its oxide and their interface. The atomic structure is a simulated model.
Doubt: the forces sum to 5.47 eV/angstrom along one axis rather than to zero, so they err by at least 0.0027 eV/angstrom per atom on average; the grid cutoff is modest.

Settings
functional: PBE
method: Gaussian and plane waves
basis set: DZVP-MOLOPT-SR-GTH
pseudopotentials: GTH-PBE
grid cutoff: 300 Ry, relative cutoff 40 Ry
k points: Gamma only
occupations: fixed
spin: none
net charge: 0

Cell vectors (angstrom)
a 65.28 0 0
b 0 16.32 0
c -0.291 -0.542 33.2189

Atoms and the computed forces on them: element, x, y, z (angstrom), force x, y, z (eV/angstrom)
Si 1.526 -1.621 -0.087 -0.26 0.143 0.733
Si 4.281 1.1 -0.043 -0.165 0.155 0.777
Si 1.26 4.217 -0.061 0.199 -0.231 0.696
Si 4.153 6.779 -0.109 0.147 -0.146 0.711
Si 0.846 -6.506 -0.164 0.331 -0.166 0.688
Si 3.801 -3.806 0.076 0.085 -0.236 0.728
Si 6.383 -1.232 -0.107 0.345 -0.099 0.724
Si 9.356 1.522 -0.08 0.121 -0.261 0.661
Si 7.101 3.738 -0.04 -0.286 0.206 0.748
Si 9.253 7.037 0.09 0.281 -0.32 0.702
Si 7.068 9.38 -0.015 -0.268 0.335 0.556
Si 9.798 12.412 -0.214 -0.131 -0.208 0.702
Si 12.631 -1.586 0.122 -0.138 0.173 0.724
Si 15.509 1.052 0.175 -0.276 0.078 0.765
Si 12.138 3.965 -0.096 0.009 0.105 0.715
Si 14.716 6.999 -0.134 0.302 -0.386 0.694
Si 12.37 9.064 0.201 -0.087 0.403 0.718
Si 14.734 12.404 0.083 0.227 -0.17 0.766
Si 17.689 -1.12 0.297 0.007 -0.275 0.67
Si 20.8 0.908 0.217 -0.152 0.271 0.755
Si 17.658 3.901 -0.039 0.319 0.037 0.702
Si 20.333 7.001 -0.012 0.106 -0.169 0.726
Si 17.972 9.088 -0.079 -0.033 0.239 0.726
Si 20.837 11.961 0.029 -0.22 0.056 0.736
Si 23.004 -1.297 0.283 0.239 -0.073 0.739
Si 25.727 1.579 0.104 0.035 -0.154 0.707
Si 23.532 3.792 0.065 -0.243 0.039 0.721
Si 25.905 6.593 0.124 -0.039 0.281 0.643
Si 23.164 9.876 0.098 -0.006 -0.25 0.689
Si 26.228 -4.277 0.152 -0.162 0.147 0.785
Si 29.139 -1.96 0.135 -0.109 0.289 0.8
Si 31.599 1.208 0.163 -0.253 0.089 0.717
Si 28.184 4.441 0.12 0.175 -0.07 0.792
Si 31.42 6.563 0.162 -0.032 0.191 0.66
Si 28.444 -6.447 0.23 0.001 -0.253 0.7
Si 31.343 -4.067 0.557 0.016 -0.022 0.59
Si 33.785 -1.056 0.209 0.154 -0.141 0.787
Si 36.958 1.16 0.127 -0.14 0.151 0.745
Si 33.677 4.423 0.287 0.001 -0.031 0.69
Si 36.525 6.943 0.261 -0.008 0.189 0.708
Si 33.493 -6.205 0.021 0.214 -0.218 0.738
Si 36.838 -3.981 0.077 -0.329 0.127 0.701
Si 39.158 -1.048 0.167 0.123 -0.036 0.723
Si -23.325 1.666 0.074 0.266 -0.285 0.68
Si 39.661 3.87 0.136 -0.263 0.321 0.702
Si -22.793 6.653 0.277 -0.17 -0.007 0.67
Si 39.014 -6.339 0.048 0.277 -0.277 0.677
Si -22.852 -4.26 -0.034 -0.181 0.065 0.687
Si -20.129 -1.638 -0.026 -0.2 0.253 0.732
Si -17.545 1.254 0.069 -0.161 0.168 0.76
Si -20.554 4.458 0.168 0.053 -0.258 0.716
Si -17.632 6.496 0.369 0.002 0.258 0.639
Si -20.708 -6.588 0.024 0.201 -0.046 0.708
Si -17.889 -3.86 0.129 0.207 -0.129 0.765
Si -15.327 -0.968 -0.101 0.255 -0.232 0.718
Si -11.803 1.029 -0.295 -0.476 0.329 0.651
Si -15.333 4.371 0.108 0.252 -0.18 0.708
Si -12.578 7.124 0.012 0.206 -0.216 0.71
Si -14.824 -6.984 0.193 -0.213 0.114 0.741
Si -12.462 -4.247 0.278 0.268 -0.023 0.639
Si -9.791 -1.364 0.237 0.241 -0.012 0.72
Si -6.816 1.276 0.344 0.035 -0.017 0.493
Si -8.974 3.484 -0.237 -0.233 0.305 0.739
Si -7.035 7.044 -0.093 0.082 -0.202 0.751
Si -9.283 -7.037 -0.17 -0.215 0.2 0.768
Si -6.571 -4.263 0.139 -0.195 0.142 0.731
Si -4.579 -0.826 -0.141 0.132 -0.239 0.707
Si -1.753 1.626 0.135 0.115 -0.028 0.746
Si -3.877 3.901 -0.031 -0.203 0.102 0.734
Si -0.976 6.486 -0.117 -0.296 0.145 0.685
Si -4.364 -6.508 0.093 0.109 -0.301 0.721
Si -1.542 -4.425 -0.115 -0.112 0.401 0.57
Si 2.657 -0.028 1.247 0.026 -0.013 -0.066
Si 5.477 2.636 1.269 0.005 0.009 -0.054
Si 2.856 5.343 1.261 -0.036 0.031 -0.037
Si 5.409 8.235 1.226 0.021 0.007 -0.042
Si 2.55 -5.454 1.164 -0.01 -0.029 -0.063
Si 5.371 -2.706 1.386 -0.014 0.002 -0.049
Si 8.15 -0.132 1.104 -0.036 -0.016 -0.068
Si 10.801 2.711 1.343 0.016 -0.028 -0.041
Si 8.128 5.38 1.292 -0.004 -0.022 -0.007
Si 10.861 7.978 1.54 -0.023 -0.004 -0.014
Si 8.307 11.002 1.149 0.043 0.014 -0.06
Si 11.015 -2.724 1.363 0 0.019 -0.048
Si 13.756 0.02 1.352 -0.007 0.023 -0.045
Si 16.494 2.64 1.535 0.009 0.005 -0.047
Si 13.632 5.318 1.183 -0.007 0.012 -0.061
Si 16.367 8.014 1.248 -0.035 0.024 -0.021
Si 13.565 10.794 1.307 -0.023 -0.057 -0.047
Si 16.396 -2.785 1.352 0.007 -0.007 -0.066
Si 19.177 0 1.642 0.021 0.017 -0.026
Si 21.91 2.64 1.347 -0.017 0.03 -0.035
Si 19.131 5.336 1.2 0.002 -0.025 -0.048
Si 21.908 8.196 1.275 -0.009 0.023 -0.058
Si 19.123 10.785 1.184 -0.024 -0.018 -0.077
Si 21.811 -2.823 1.539 -0.003 -0.018 -0.05
Si 24.598 -0.02 1.427 0 0.014 -0.056
Si 27.205 2.773 1.459 0.002 -0.005 -0.079
Si 24.527 5.357 1.507 -0.01 -0.022 -0.034
Si 27.185 -8.115 1.347 -0.011 -0.014 -0.049
Si 24.605 -5.329 1.517 0.013 0.026 -0.047
Si 27.394 -2.772 1.496 -0.004 0.017 -0.101
Si 29.984 -0.05 1.326 -0.017 -0.015 -0.075
Si 32.589 2.801 1.557 0.007 0.018 -0.061
Si 29.86 5.437 1.471 -0.01 -0.014 -0.039
Si 32.572 -8.026 1.314 0.022 -0.008 -0.037
Si 29.892 -5.416 1.741 -0.005 -0.012 -0.046
Si 32.717 -2.582 1.648 0.034 0.004 -0.031
Si 35.377 0.079 1.491 0.009 0 -0.048
Si 38.054 2.775 1.428 0.005 0.006 -0.011
Si 35.242 5.56 1.59 -0.016 -0.015 -0.047
Si 37.975 -7.967 1.426 0.022 0.004 -0.063
Si 35.246 -5.239 1.332 0.004 -0.02 -0.059
Si 38.007 -2.557 1.515 0 -0.003 -0.045
Si -24.467 0.069 1.382 -0.024 0.021 -0.045
Si -21.728 2.791 1.357 -0.005 0.019 -0.046
Si -24.498 5.508 1.407 -0.006 0.012 -0.034
Si -21.717 -8.077 1.548 0 0.025 -0.046
Si -24.492 -5.373 1.276 0.009 -0.016 -0.043
Si -21.74 -2.706 1.329 0.009 -0.019 -0.063
Si -19.09 0.017 1.32 0.031 -0.03 -0.073
Si -16.377 2.757 1.443 -0.018 -0.017 -0.054
Si -19.089 5.384 1.731 -0.021 0.015 -0.037
Si -16.424 -8.142 1.423 0.021 0.005 -0.026
Si -19.096 -5.448 1.352 -0.014 0.006 -0.061
Si -16.314 -2.624 1.33 0.024 -0.012 -0.045
Si -13.591 0.077 1.096 0.035 -0.003 -0.035
Si -10.779 2.651 1.091 0.004 0.002 -0.084
Si -13.618 5.443 1.287 0.013 0.007 -0.074
Si -10.887 -8.131 1.245 0.006 0.02 -0.055
Si -13.711 -5.551 1.659 -0.034 -0.037 -0.027
Si -10.992 -2.87 1.492 -0.008 -0.009 -0.028
Si -8.223 -0.143 1.508 -0.031 -0.02 -0.02
Si -5.419 2.785 1.409 0.027 0.001 -0.027
Si -8.143 5.329 1.107 -0.017 0.018 -0.058
Si -5.488 8.144 1.275 -0.028 0.013 -0.079
Si -8.211 -5.478 1.279 0.004 -0.014 -0.048
Si -5.432 -2.599 1.289 0.032 0.027 -0.054
Si -2.941 0.062 1.346 -0.004 -0.026 -0.076
Si -0.004 2.715 1.258 0.012 0.032 -0.034
Si -2.667 5.456 1.218 0.009 0.011 -0.063
Si -0.018 8.144 1.238 -0.006 0.003 -0.018
Si -2.821 -5.48 1.499 0.003 0.007 -0.039
Si -0.234 -2.736 1.056 0.018 -0.001 -0.058
Si 1.324 1.337 2.611 0.002 -0.001 -0.001
Si 4.128 3.986 2.652 0.023 0.014 0.005
Si 1.443 6.801 2.561 -0.018 -0.038 0.015
Si 3.988 9.555 2.551 -0.008 0.022 0.002
Si 1.184 -4.072 2.524 -0.018 0.019 0.028
Si 3.997 -1.344 2.695 -0.014 0.001 0.047
Si 6.847 1.246 2.589 0.002 -0.004 0.042
Si 9.48 4.064 2.713 0.008 0.021 0.016
Si 6.738 6.794 2.598 -0.003 0.01 0.017
Si 9.529 9.566 2.655 -0.011 0.036 0.003
Si 6.854 12.24 2.58 0.016 -0.031 -0.003
Si 9.52 -1.387 2.576 -0.005 0.046 0.035
Si 12.277 1.362 2.62 -0.001 -0.008 0.028
Si 14.987 4.042 2.662 -0.02 0.005 0.006
Si 12.296 6.594 2.722 0.017 -0.048 0.026
Si 15.022 9.443 2.61 0.004 0.003 0.008
Si 12.284 12.171 2.722 0.012 -0.009 0.021
Si 15.053 -1.395 2.739 -0.002 0.008 0.024
Si 17.832 1.371 2.937 0.001 0.007 0.037
Si 20.493 4.037 2.641 -0.014 -0.018 0.006
Si 17.733 6.666 2.619 0.028 0.01 0.012
Si 20.48 9.497 2.656 0.004 -0.005 0.041
Si 17.771 12.135 2.628 0.028 -0.005 0.015
Si 20.459 -1.47 2.893 0.006 0.001 0.026
Si 23.214 1.319 2.802 0.012 -0.015 0.029
Si 25.879 4.063 2.897 0.002 -0.019 0.025
Si 23.148 6.801 2.723 -0.014 0.021 0.002
Si 25.882 -6.801 2.809 -0.004 -0.011 0.02
Si 23.225 -4.061 2.895 0.003 0.007 0.033
Si 25.975 -1.36 2.761 -0.021 -0.026 0.008
Si 28.604 1.338 2.703 0.042 0.003 0
Si 31.178 4.097 2.877 0.009 0.008 0.03
Si 28.543 6.869 2.78 0.006 0.026 0.011
Si 31.289 -6.838 2.894 0.016 -0.039 0.027
Si 28.572 -4.048 3.035 0.009 0.019 0.047
Si 31.282 -1.252 2.899 -0.034 0.003 0.038
Si 34.034 1.469 2.845 -0.006 -0.018 0.019
Si 36.69 4.146 2.789 -0.006 -0.014 0.019
Si 33.901 6.988 2.825 -0.013 0.029 0.053
Si 36.59 -6.637 2.756 -0.027 -0.022 0.03
Si 34.059 -3.978 2.907 0.036 0.003 0.019
Si 36.671 -1.27 2.905 -0.011 -0.005 0.021
Si -25.831 1.425 2.793 0.001 -0.011 0.021
Si -23.125 4.129 2.768 0.003 0.002 0.028
Si -25.885 6.917 2.707 0 0.021 0.002
Si -23.202 -6.734 2.757 -0.011 0.013 0.027
Si -25.832 -3.998 2.711 0.003 -0.011 0.023
Si -23.118 -1.341 2.693 -0.013 -0.022 -0.005
Si -20.425 1.372 2.708 0.018 0.025 0.002
Si -17.709 3.983 2.931 0.023 -0.018 0.025
Si -20.386 6.896 2.931 -0.025 -0.019 0.021
Si -17.742 -6.762 2.765 -0.006 0.003 -0.004
Si -20.416 -4.061 2.741 0.01 0.018 0.047
Si -17.705 -1.32 2.72 -0.008 -0.006 0.033
Si -14.896 1.377 2.632 0.003 -0.018 0.025
Si -12.18 4.028 2.517 -0.005 -0.014 -0.014
Si -14.987 6.782 2.723 0.002 -0.012 0.027
Si -12.185 -6.875 2.802 0.014 -0.031 0.007
Si -15.049 -4.015 2.781 -0.043 0.008 0.022
Si -12.372 -1.348 2.641 -0.018 0.04 0.019
Si -9.582 1.346 2.69 -0.017 0.01 0.035
Si -6.818 4.145 2.666 -0.016 0.012 0.02
Si -9.543 6.703 2.525 0.027 0.02 0.004
Si -6.836 -6.816 2.666 0.019 0.021 0.045
Si -9.529 -4.171 2.742 0.017 -0.029 0.01
Si -6.809 -1.437 2.798 0.016 -0.034 0.012
Si -4.15 1.402 2.801 0.007 0.02 0.042
Si -1.342 4.097 2.639 -0.008 -0.006 0.043
Si -4.072 6.789 2.584 -0.01 -0.019 -0.004
Si -1.399 -6.898 2.691 0.012 -0.019 0.017
Si -4.109 -3.971 2.714 -0.035 -0.016 0.055
Si -1.47 -1.36 2.54 0.006 -0.006 0.009
Si -0.065 -0.028 3.933 -0.006 -0.004 0.007
Si 2.708 2.671 3.985 0.001 0.001 0.005
Si 0.037 5.464 3.958 0.013 0.008 -0.008
Si 2.726 8.163 3.973 -0.011 0.007 0.019
Si -0.045 -5.463 3.98 0.02 0.002 -0.011
Si 2.602 -2.758 3.945 -0.024 0 -0.008
Si 5.433 -0.021 4.002 0.004 0.008 -0.01
Si 8.133 2.649 4.002 -0.023 0 0.006
Si 5.432 5.416 3.996 0.012 0.002 -0.009
Si 8.127 8.161 3.954 0.024 -0.009 -0.014
Si 5.421 10.88 3.904 -0.005 -0.008 -0.01
Si 8.175 -2.73 3.979 -0.001 0.002 -0.009
Si 10.891 -0.022 3.953 -0.007 -0.003 -0.003
Si 13.613 2.694 4.025 0.007 0.015 0.009
Si 10.885 5.347 4.089 0.007 -0.014 0.024
Si 13.641 8.085 3.988 0.004 -0.004 -0.031
Si 10.892 10.852 4.063 -0.011 -0.005 0.017
Si 13.649 -2.758 4.051 -0.01 0.006 0
Si 16.382 -0.041 4.134 -0.016 -0.003 -0.017
Si 19.18 2.775 4.163 0.018 0.015 0.02
Si 16.353 5.394 4.033 0.004 -0.016 0.006
Si 19.08 8.102 3.98 0.005 0 -0.034
Si 16.369 10.809 3.994 -0.016 0.014 -0.005
Si 19.04 -2.833 4.12 -0.021 -0.022 0.023
Si 21.837 -0.036 4.16 -0.008 0.022 -0.032
Si 24.506 2.695 4.2 -0.007 0.002 -0.001
Si 21.78 5.43 4.055 0.004 -0.026 0.008
Si 24.501 -8.175 4.124 0.02 -0.006 -0.024
Si 21.8 -5.481 4.113 -0.029 -0.002 -0.03
Si 24.585 -2.672 4.177 0.009 0.001 -0.004
Si 27.262 0.026 4.139 0.008 0.013 -0.008
Si 29.883 2.69 4.184 0.001 -0.028 0.005
Si 27.23 5.483 4.175 0.018 -0.025 -0.012
Si 29.907 -8.168 4.219 -0.036 -0.004 -0.004
Si 27.188 -5.461 4.253 -0.009 -0.004 -0.003
Si 29.962 -2.643 4.273 -0.003 0.027 -0.016
Si 32.67 0.099 4.211 0.016 -0.01 -0.014
Si 35.383 2.802 4.2 0.016 0.001 0.024
Si 32.579 5.527 4.153 0.011 0.004 -0.034
Si 35.319 -8.039 4.172 -0.001 0.019 -0.002
Si 32.663 -5.4 4.183 -0.013 0.004 -0.018
Si 35.384 -2.65 4.278 0.007 0.013 0.02
Si -27.188 0.082 4.18 0.027 0.011 0.008
Si -24.474 2.78 4.147 0.007 -0.003 -0.006
Si -27.207 5.528 4.098 0.023 -0.005 0.008
Si -24.527 -8.105 4.125 -0.008 -0.007 0.021
Si -27.225 -5.342 4.092 -0.007 0 -0.019
Si -24.475 -2.67 4.098 0.005 -0.002 0.001
Si -21.781 0.023 4.079 0.001 -0.009 -0.002
Si -19.096 2.641 4.193 0.001 -0.006 0.032
Si -21.794 5.484 4.168 -0.009 -0.015 -0.008
Si -19.014 -8.09 4.222 0.009 0.009 0.027
Si -21.802 -5.388 4.109 0.01 -0.009 -0.004
Si -19.049 -2.695 4.097 0 -0.009 -0.009
Si -16.293 0.028 4.041 0.004 0 -0.025
Si -13.545 2.726 3.988 0 0.017 0.018
Si -16.312 5.434 4.139 -0.004 0.02 -0.016
Si -13.602 -8.222 4.103 -0.016 0.028 -0.006
Si -16.387 -5.399 4.117 0.009 0.009 0.019
Si -13.65 -2.684 4.099 0.003 0.019 0.013
Si -10.963 -0.016 4.021 0.011 -0.023 -0.004
Si -8.185 2.731 4.006 0 0 -0.016
Si -10.886 5.396 3.958 0 0.004 0.013
Si -8.195 -8.233 3.966 -0.007 -0.021 -0.043
Si -10.87 -5.485 4.135 -0.013 -0.001 0.021
Si -8.182 -2.801 4.102 0.009 -0.001 0.027
Si -5.493 -0.001 4.115 0.015 -0.003 -0.011
Si -2.7 2.748 4.047 0.016 0.004 -0.006
Si -5.432 5.467 4.006 0.017 -0.008 0.015
Si -2.766 8.106 4.033 0.006 0.014 0.034
Si -5.487 -5.412 4.014 0.004 0.003 -0.022
Si -2.719 -2.68 4.05 -0.016 0.014 -0.001
Si 1.3 -1.411 16.254 -0.022 -0.034 0.001
Si 4.102 1.349 16.18 0.007 -0.006 -0.004
Si 1.346 4.023 16.232 -0.012 -0.002 -0.009
Si 4.062 6.793 16.14 -0.005 0.005 -0.017
Si 1.346 -6.833 16.18 0.012 -0.001 -0.011
Si 4.09 -4.122 16.237 0.009 0.005 -0.009
Si 6.796 -1.374 16.252 -0.012 0.011 -0.006
Si 9.504 1.338 16.284 -0.015 0.006 0.007
Si 6.849 4.049 16.19 -0.008 0.005 -0.001
Si 9.515 6.794 16.28 -0.009 0.009 0.001
Si 6.811 9.513 16.243 -0.006 0.014 -0.005
Si 9.493 -4.072 16.262 0.002 0.003 0.008
Si 12.203 -1.366 16.31 0 -0.009 -0.002
Si 14.923 1.374 16.313 0.013 0.007 0.007
Si 12.208 4.113 16.287 0.004 0.006 0.001
Si 14.926 6.845 16.297 0.008 0.008 0.002
Si 12.231 9.514 16.271 0.01 0 -0.002
Si 14.923 -4.06 16.352 0.017 -0.004 0.005
Si 17.592 -1.347 16.297 -0.004 0 0.004
Si 20.315 1.399 16.258 -0.002 0.007 -0.019
Si 17.635 4.087 16.297 0.011 -0.011 -0.015
Si 20.377 6.86 16.325 0.016 -0.008 0.004
Si 17.648 9.576 16.329 0.006 -0.008 -0.008
Si 20.35 -4.052 16.278 0.013 -0.005 -0.005
Si 23.096 -1.338 16.277 -0.007 -0.004 -0.027
Si 25.837 1.375 16.278 -0.02 0.016 -0.005
Si 23.029 4.137 16.215 0.007 0.007 -0.027
Si 25.828 -9.495 16.321 0.012 0.016 0.01
Si 23.112 -6.778 16.292 -0.001 0.008 -0.008
Si 25.838 -4.057 16.314 -0.009 0.004 -0.009
Si 28.596 -1.302 16.374 -0.012 0.017 0.001
Si 31.248 1.393 16.443 -0.006 -0.008 0.004
Si 28.565 4.089 16.363 0.005 -0.002 -0.009
Si 31.301 -9.492 16.358 -0.002 0.012 0.002
Si 28.543 -6.758 16.303 0.016 0.01 -0.012
Si 31.289 -4.013 16.415 0.027 -0.003 0.007
Si 33.979 -1.33 16.417 0.009 -0.002 -0.004
Si 36.705 1.381 16.409 -0.01 -0.012 0.006
Si 33.994 4.107 16.393 -0.013 -0.01 0
Si 36.724 -9.491 16.375 0 0.008 -0.001
Si 34.031 -6.757 16.374 0.004 0 -0.012
Si 36.715 -4.065 16.397 0.008 -0.01 -0.003
Si -25.852 -1.353 16.378 -0.013 -0.005 -0.007
Si -23.092 1.378 16.358 -0.007 0.005 -0.003
Si -25.827 4.082 16.364 -0.001 0.001 -0.003
Si -23.083 -9.471 16.336 0.01 0.004 -0.013
Si -25.834 -6.767 16.356 0.009 -0.004 -0.014
Si -23.106 -4.056 16.377 0.004 0.005 -0.013
Si -20.339 -1.358 16.381 0.001 0.002 -0.01
Si -17.668 1.334 16.338 -0.004 0.011 -0.001
Si -20.342 4.098 16.326 0.013 0 -0.012
Si -17.658 -9.526 16.359 -0.008 -0.018 -0.006
Si -20.38 -6.796 16.371 -0.014 0.004 -0.006
Si -17.608 -4.075 16.39 0.006 -0.001 0.007
Si -14.903 -1.41 16.341 -0.005 -0.017 -0.008
Si -12.189 1.344 16.311 0.007 0 -0.007
Si -14.961 4.035 16.323 0.002 -0.009 -0.013
Si -12.195 -9.576 16.26 0 0.009 -0.019
Si -14.952 -6.792 16.344 -0.001 -0.005 0.007
Si -12.22 -4.113 16.299 -0.021 -0.007 0.007
Si -9.469 -1.359 16.269 0.003 -0.007 -0.006
Si -6.734 1.339 16.342 0.001 0.013 0.008
Si -9.488 4.028 16.32 0.003 -0.006 0.005
Si -6.784 6.761 16.373 0.012 0.013 -0.003
Si -9.481 -6.855 16.36 -0.027 0.002 0.024
Si -6.69 -4.108 16.267 0.008 0.018 -0.005
Si -4.086 -1.415 16.369 -0.009 0.003 -0.015
Si -1.406 1.31 16.316 0.016 -0.017 0.007
Si -4.111 4.016 16.357 -0.021 -0.01 0.022
Si -1.359 6.754 16.262 0.01 0.003 -0.008
Si -4.047 9.509 16.333 0.003 -0.014 0.007
Si -1.415 -4.068 16.309 -0.001 0.003 -0.011
Si 2.721 -0.019 17.479 0.011 -0.002 -0.037
Si 5.522 2.668 17.526 0.018 -0.018 -0.003
Si 2.728 5.436 17.494 -0.005 0.015 0.012
Si 5.424 8.108 17.517 0.002 -0.035 -0.011
Si 2.731 -5.533 17.541 -0.006 -0.014 0.013
Si 5.452 -2.755 17.597 -0.017 -0.025 0.001
Si 8.131 -0.023 17.66 0.012 -0.001 -0.01
Si 10.852 2.734 17.626 -0.007 0.001 0.016
Si 8.143 5.412 17.61 -0.002 -0.007 0.019
Si 10.917 8.132 17.639 0.006 -0.012 -0.019
Si 8.16 10.88 17.628 -0.011 0.015 0.023
Si 10.797 -2.698 17.668 0.003 0.009 -0.015
Si 13.583 -0.018 17.668 0 0.004 0
Si 16.271 2.752 17.684 0.005 -0.004 0.018
Si 13.547 5.509 17.655 -0.013 0.005 -0.018
Si 16.276 8.219 17.667 -0.015 -0.002 0.018
Si 13.527 10.891 17.673 -0.005 -0.004 0.017
Si 16.291 -2.7 17.739 0.005 0.003 -0.002
Si 18.937 0.053 17.601 0.009 0.026 0.006
Si 21.643 2.823 17.566 -0.025 0.01 -0.025
Si 19.02 5.446 17.63 0.002 0.006 -0.015
Si 21.731 8.263 17.686 -0.017 0.002 0.034
Si 19.004 10.959 17.694 0.017 0.002 -0.01
Si 21.741 -2.719 17.603 -0.019 0.002 0.013
Si 24.435 0.058 17.607 0.016 -0.003 0.022
Si 27.211 2.674 17.673 0.026 -0.009 0.008
Si 24.385 5.454 17.573 -0.026 -0.01 0.003
Si 27.197 -8.108 17.664 -0.015 -0.027 -0.017
Si 24.503 -5.459 17.649 0.002 -0.006 -0.008
Si 27.22 -2.694 17.644 0.006 -0.015 0.01
Si 29.872 0.062 17.851 -0.013 0.018 0.012
Si 32.61 2.781 17.768 0.025 0.002 0.007
Si 29.921 5.479 17.699 0.016 0.015 -0.001
Si 32.711 -8.161 17.698 -0.009 -0.006 0.007
Si 29.889 -5.417 17.674 -0.029 -0.006 0.012
Si 32.621 -2.644 17.833 -0.019 -0.002 0.003
Si 35.334 0.019 17.774 0.009 0.009 0.021
Si 38.084 2.736 17.751 0.006 0.007 -0.008
Si 35.389 5.44 17.736 0.008 0.015 -0.001
Si 38.046 -8.081 17.711 -0.008 -0.009 0.012
Si 35.332 -5.386 17.782 0.003 -0.007 0.004
Si 38.094 -2.738 17.753 -0.011 0.006 0.016
Si -24.502 0.039 17.696 0.014 -0.003 -0.009
Si -21.665 2.717 17.667 0.004 -0.001 0.016
Si -24.456 5.486 17.648 -0.003 0.014 0.009
Si -21.728 -8.157 17.756 -0.003 -0.014 -0.006
Si -24.457 -5.442 17.723 -0.013 0.008 -0.008
Si -21.759 -2.668 17.719 0.002 -0.016 0.002
Si -18.937 -0.049 17.764 0.003 -0.029 0.007
Si -16.325 2.676 17.7 0.01 0.003 0.032
Si -19.018 5.444 17.737 -0.009 0.004 0.018
Si -16.29 -8.173 17.71 0.013 0.003 0.003
Si -19.011 -5.428 17.705 -0.015 -0.008 0.021
Si -16.211 -2.746 17.788 0.035 0.01 0.005
Si -13.512 -0.053 17.652 -0.006 0.019 0.004
Si -10.843 2.687 17.705 0.002 -0.018 0.021
Si -13.585 5.428 17.606 -0.008 0.01 -0.024
Si -10.844 -8.299 17.68 0.02 0.016 0.026
Si -13.603 -5.415 17.701 0.004 0.016 -0.018
Si -10.819 -2.744 17.584 -0.005 0.02 0.022
Si -8.12 -0.014 17.653 -0.011 -0.03 0.012
Si -5.405 2.638 17.819 0.002 -0.011 0.012
Si -8.145 5.356 17.719 -0.002 0.019 -0.001
Si -5.394 8.144 17.703 -0.005 -0.01 -0.003
Si -8.014 -5.465 17.608 0.039 -0.019 -0.029
Si -5.429 -2.784 17.767 -0.017 -0.023 0.004
Si -2.711 -0.084 17.742 0.005 -0.008 0.015
Si -0.047 2.702 17.627 -0.008 0.02 0.005
Si -2.712 5.393 17.64 0.025 0.007 -0.02
Si -0.008 -8.155 17.563 -0.003 -0.006 0.003
Si -2.742 -5.409 17.732 0.004 0.001 0.015
Si -0.095 -2.702 17.696 0.002 0.053 0.028
Si 1.354 1.274 18.841 -0.022 -0.013 -0.013
Si 4.196 4.112 18.752 0.033 0.018 -0.044
Si 1.326 6.749 18.852 -0.004 -0.006 -0.045
Si 4.063 -6.937 18.906 -0.024 0.017 -0.024
Si 1.358 -4.143 18.819 0.008 -0.04 -0.063
Si 4.085 -1.315 18.851 0.023 0.03 -0.022
Si 6.826 1.376 19.03 -0.015 0.024 -0.006
Si 9.532 4.114 19.009 -0.007 0.004 -0.019
Si 6.704 6.742 18.923 -0.014 -0.008 -0.011
Si 9.557 9.497 18.939 0.016 0.001 -0.009
Si 6.777 -4.113 19.013 -0.01 0.019 -0.041
Si 9.427 -1.381 19.088 -0.021 -0.023 -0.009
Si 12.208 1.362 18.968 -0.005 -0.01 -0.021
Si 14.903 4.174 18.995 0.021 -0.015 -0.001
Si 12.251 6.844 19.118 0.003 0.01 0.011
Si 14.909 9.577 19.051 -0.006 -0.002 -0.034
Si 12.113 -4.084 19.017 0.012 -0.012 -0.017
Si 14.907 -1.36 19.104 0.01 0.009 -0.006
Si 17.635 1.393 19.052 -0.001 -0.023 -0.017
Si 20.349 4.121 19.052 0.005 -0.011 -0.002
Si 17.707 6.852 18.941 0.009 -0.003 -0.005
Si 20.424 9.705 19.076 0.044 0.004 -0.015
Si 17.677 -4.035 19.135 -0.008 0.017 0.004
Si 20.316 -1.342 18.859 -0.008 -0.009 -0.044
Si 22.978 1.447 18.847 0.002 0.005 -0.033
Si 25.68 3.97 18.831 -0.033 -0.011 -0.038
Si 23.108 6.853 18.963 0.007 -0.004 -0.048
Si 25.854 -6.791 19.069 0.014 0.014 0.003
Si 23.146 -4.074 18.935 -0.002 -0.008 -0.018
Si 25.891 -1.25 18.912 0.001 0 -0.032
Si 28.511 1.449 19.255 -0.003 0.016 0.009
Si 31.275 4.188 19.125 -0.005 0.004 -0.002
Si 28.525 -9.486 19.004 0.033 -0.016 0.01
Si 31.292 -6.798 18.949 0.002 0.014 -0.018
Si 28.508 -4.088 19.05 -0.021 -0.012 -0.026
Si 31.231 -1.299 19.228 0.018 0 0.007
Si 33.946 1.397 19.119 0.013 -0.018 -0.031
Si 36.735 4.089 19.126 -0.009 -0.003 -0.009
Si 34.078 -9.507 19.099 -0.002 0.003 -0.024
Si 36.695 -6.74 19.14 -0.005 -0.003 -0.014
Si 33.982 -4.025 19.184 0.015 -0.011 -0.015
Si 36.701 -1.394 19.093 -0.024 -0.002 -0.038
Si 39.425 1.356 19.099 -0.011 -0.027 -0.011
Si -23.017 4.148 18.929 0.002 0.022 -0.036
Si 39.421 -9.478 18.977 0.008 -0.031 -0.034
Si -23.104 -6.789 19.098 0.011 0.003 -0.01
Si 39.466 -4.121 19.106 -0.002 0.006 -0.016
Si -23.16 -1.296 19.055 -0.017 -0.01 -0.024
Si -20.354 1.304 19.052 -0.024 0.018 -0.005
Si -17.673 4.053 19.086 -0.013 0.003 -0.028
Si -20.375 -9.521 19.137 0.018 -0.015 -0.027
Si -17.665 -6.812 19.058 -0.029 0.024 -0.025
Si -20.367 -4.022 19.033 0.002 -0.005 -0.036
Si -17.506 -1.363 19.185 -0.016 0.039 -0.019
Si -14.935 1.251 18.975 0.002 -0.029 -0.043
Si -12.252 4.101 18.973 0.013 -0.01 -0.013
Si -14.903 -9.571 19.023 -0.006 0.007 -0.012
Si -12.279 -6.906 18.899 -0.017 -0.054 -0.028
Si -14.838 -4.048 19.23 0.021 -0.006 0.026
Si -12.117 -1.402 19 0.009 -0.012 0.005
Si -9.454 1.309 19.056 0 -0.001 -0.028
Si -6.848 3.987 19.146 0.002 -0.043 -0.017
Si -9.499 6.661 19.129 -0.04 -0.018 -0.012
Si -6.746 9.509 19.074 -0.01 0.029 -0.027
Si -9.351 -4.036 18.856 0.02 0.055 -0.025
Si -6.847 -1.392 19.06 -0.011 0.006 -0.022
Si -4.006 1.234 19.192 -0.041 0.037 -0.008
Si -1.408 4.045 19.051 0.011 -0.021 -0.006
Si -4.002 6.773 19.025 0 0.016 -0.024
Si -1.288 -6.768 18.986 -0.007 0.015 -0.034
Si -4.103 -4.12 19.233 0.013 0.006 0.016
Si -1.416 -1.377 19.248 0 -0.035 0.004
Si 0.148 0.021 20.441 0.003 -0.037 0.03
Si 2.738 2.796 19.908 -0.022 0.038 -0.005
Si -0.076 5.54 20.298 -0.012 0.021 0.012
Si 2.772 7.929 20.238 0.045 -0.044 0.087
Si 0.185 -5.477 20.322 -0.017 -0.024 0.065
Si 2.699 -2.74 20.059 -0.042 0.024 0.032
Si 5.388 0.018 20.306 0.029 0.019 0.07
Si 8.177 2.779 20.407 0.011 -0.012 0.054
Si 5.412 5.333 20.349 0.026 0.004 0.034
Si 8.157 8.086 20.149 -0.009 -0.016 0.045
Si 5.391 -5.596 20.262 0.028 -0.011 0.058
Si 8.085 -2.766 20.515 0.045 -0.005 0.033
Si 10.792 0.074 20.345 -0.03 0.009 0.058
Si 13.548 2.752 20.305 -0.002 0.005 0.013
Si 10.896 5.439 20.449 0.007 -0.02 0.041
Si 13.592 8.25 20.506 -0.014 -0.001 0.044
Si 10.787 10.863 20.427 -0.004 0.005 0.024
Si 13.464 -2.743 20.383 -0.005 0.004 0.069
Si 16.294 0.003 20.459 -0.001 0.003 0.032
Si 19.004 2.767 20.45 0.007 -0.002 0.06
Si 16.308 5.57 20.305 -0.027 0.028 0.027
Si 19.045 8.243 20.288 -0.027 0.005 0.035
Si 16.238 10.944 20.456 -0.022 0.006 0.049
Si 19.113 -2.622 20.404 0.006 -0.002 0.084
Si 21.623 0.075 20.132 -0.02 0.018 0.035
Si 24.334 2.673 20.266 0.008 0.028 0.052
Si 21.738 5.534 20.332 -0.007 -0.008 0.077
Si 24.489 8.144 20.379 -0.018 -0.039 0.046
Si 21.859 11.057 20.49 -0.026 -0.027 0.073
Si 24.549 -2.668 20.14 0.013 -0.006 0.05
Si 27.077 0.007 20.527 0 0.002 0.064
Si 29.875 2.955 20.571 -0.035 -0.004 0.045
Si 26.956 5.413 20.062 -0.023 0.052 0.005
Si 30.025 -8.195 20.324 -0.011 -0.003 0.002
Si 27.178 -5.45 20.482 0.025 0.026 0.061
Si 29.833 -2.761 20.467 0.012 -0.026 0.054
Si 32.541 0.156 20.586 0.013 0.022 0.041
Si 35.388 2.691 20.468 -0.02 -0.01 0.051
Si 32.738 5.477 20.485 -0.005 -0.027 0.05
Si 35.391 -8.154 20.515 0.015 0.011 0.045
Si 32.538 -5.432 20.394 -0.013 -0.01 0.072
Si 35.344 -2.671 20.578 0.026 0.021 0.037
Si 38.079 -0.071 20.452 0.005 -0.023 0.055
Si 40.861 2.835 20.215 -0.021 0.004 0.024
Si 38.093 5.524 20.405 0.013 0.033 0.047
Si 40.744 -8.154 20.374 -0.003 0.015 0.065
Si 38.061 -5.396 20.521 0.014 0.019 0.042
Si 40.817 -2.715 20.412 -0.022 -0.003 0.062
Si -21.836 0.075 20.426 -0.031 0.06 0.03
Si -18.981 2.611 20.435 0.007 0.003 0.042
Si -21.749 5.417 20.469 0.012 0.01 0.048
Si -19.002 -8.164 20.49 -0.01 -0.005 0.064
Si -21.726 -5.389 20.394 0.006 0.003 0.058
Si -18.985 -2.683 20.428 -0.001 -0.014 0.048
Si -16.048 -0.068 20.594 0.012 -0.024 0.04
Si -13.625 2.69 20.211 -0.001 0.004 0.055
Si -16.247 5.399 20.405 -0.003 -0.006 0.063
Si -13.631 -8.159 20.405 -0.017 0.026 0.055
Si -16.331 -5.451 20.452 -0.005 0 0.048
Si -13.312 -2.665 20.551 -0.023 -0.011 0.067
Si -10.8 -0.069 20.409 0.025 -0.04 0.07
Si -8.235 2.634 20.572 -0.013 0.01 0.066
Si -10.984 5.346 20.501 0.03 0.062 0.037
Si -8.051 8.066 20.387 0.012 -0.008 0.009
Si -10.63 -5.619 19.887 0.018 -0.1 -0.045
Si -8.324 -2.628 20.452 -0.006 0.089 0.034
Si -5.465 -0.134 20.493 -0.026 -0.006 0.055
Si -2.57 2.577 20.547 0.028 -0.022 0.057
Si -5.363 5.35 20.342 0 0.016 0.047
Si -2.669 -8.081 20.35 -0.012 -0.011 0.029
Si -5.533 -5.466 20.616 -0.012 0.022 0.033
Si -2.774 -2.808 20.74 -0.032 0.027 0.027
Si 1.249 -1.739 21.578 0.26 0.367 -0.646
Si 3.896 1.48 21.364 0.271 -0.071 -0.695
Si 1.453 4.13 21.281 -0.033 0.094 -0.419
Si 3.693 6.247 21.66 0.111 0.108 -0.705
Si 1.402 -7.111 21.557 0.168 0.304 -0.707
Si 4.171 -3.94 21.334 -0.12 -0.27 -0.649
Si 6.365 -1.631 21.694 0.404 0.317 -0.563
Si 9.775 1.694 21.736 -0.157 -0.102 -0.721
Si 7.045 4.351 21.755 -0.225 -0.286 -0.745
Si 9.237 6.622 21.609 0.239 0.066 -0.695
Si 6.939 -6.833 21.514 -0.185 -0.021 -0.664
Si 9.066 -4.538 21.779 0.183 0.289 -0.774
Si 12.044 -1.362 21.647 0.077 -0.101 -0.717
Si 15.16 1.711 21.617 -0.204 -0.39 -0.734
Si 12.074 3.843 21.753 0.037 0.213 -0.647
Si 15.27 7.118 21.729 -0.197 -0.051 -0.71
Si 12.397 9.841 21.813 -0.092 -0.247 -0.71
Si 14.613 -4.245 21.779 0.151 0.1 -0.776
Si 17.927 -1.125 21.761 -0.198 -0.081 -0.737
Si 20.141 1.074 21.658 0.045 0.21 -0.734
Si 17.367 3.997 21.643 0.432 0.204 -0.68
Si 20.69 7.211 21.602 -0.089 -0.171 -0.771
Si 17.47 9.334 21.628 0.003 0.053 -0.646
Si 20.935 -3.411 21.703 -0.097 -0.233 -0.779
Si 23.123 -1.249 21.271 0.032 0.002 -0.515
Si 25.209 0.984 21.665 0.217 0.02 -0.704
Si 23.307 4.326 21.565 -0.166 -0.053 -0.77
Si 25.559 6.455 21.621 0.1 0.28 -0.7
Si 23.014 9.357 21.698 0.14 0.258 -0.685
Si 25.936 -3.794 21.649 -0.024 -0.224 -0.746
Si 28.215 -1.676 21.761 0.057 0.199 -0.732
Si 31.496 1.887 21.916 -0.131 -0.222 -0.737
Si 28.288 4.412 21.603 0.242 -0.25 -0.592
Si 31.602 -9.263 21.78 -0.164 -0.115 -0.747
Si 28.865 -6.67 21.634 -0.152 -0.015 -0.684
Si 30.946 -4.367 21.79 0.133 0.1 -0.738
Si 34.134 -1.042 21.825 -0.078 -0.177 -0.722
Si 36.472 1.026 21.741 0.08 0.165 -0.806
Si 33.918 3.913 21.815 0.166 0.188 -0.731
Si 37.006 -9.285 21.853 -0.21 -0.142 -0.727
Si 33.725 -6.976 21.67 0.13 0.056 -0.732
Si 36.965 -3.81 21.916 -0.164 -0.097 -0.67
Si 39.245 -1.635 21.782 0.084 0.099 -0.711
Si 42.262 1.745 21.685 -0.059 -0.271 -0.65
Si 39.747 4.357 21.549 -0.155 0.016 -0.728
Si 41.855 -9.731 21.682 0.217 0.025 -0.743
Si 39.201 -7.035 21.761 0.045 0.084 -0.693
Si 42.49 -3.75 21.69 -0.186 -0.193 -0.724
Si -20.586 -1.477 21.645 0.185 0.165 -0.669
Si -17.284 1.563 21.748 -0.084 -0.132 -0.674
Si -20.617 3.726 21.701 0.085 0.15 -0.708
Si -17.413 -9.4 21.744 -0.244 -0.11 -0.739
Si -20.172 -6.512 21.719 -0.071 -0.207 -0.734
Si -17.937 -4.324 21.747 0.133 0.12 -0.718
Si -14.242 -0.982 22.033 -0.193 -0.126 -0.68
Si -12.236 1.364 21.482 -0.011 -0.014 -0.486
Si -15.076 3.783 21.656 0.01 0.176 -0.684
Si -12.024 7.1 21.74 -0.254 -0.35 -0.639
Si -15.302 -7.119 21.74 0.211 0.165 -0.721
Si -11.764 -4.3 21.318 0.07 0.351 -0.477
Si -9.436 -1.108 22.094 -0.32 -0.369 -0.701
Si -7.059 0.977 21.812 0.073 0.253 -0.796
Si -10.068 3.602 21.801 0.117 0.065 -0.666
Si -6.387 6.984 21.64 -0.256 -0.222 -0.707
Si -9.7 9.268 21.491 0.268 0.107 -0.626
Si -6.908 -3.865 21.777 -0.103 -0.289 -0.648
Si -4.583 -1.736 22.024 0.402 0.09 -0.734
Si -0.62 1.793 21.824 -0.24 -0.132 -0.678
Si -3.987 4.037 21.696 -0.132 -0.252 -0.766
Si -1.047 7.235 21.683 -0.22 -0.329 -0.686
Si -4.195 -7.036 21.805 0.118 0.392 -0.637
Si -0.94 -4.01 21.756 -0.382 -0.237 -0.643
Si 3.872 -4.057 24.249 0.013 0.1 -0.019
Si 12.914 0.204 -6.942 -0.109 -0.115 0.046
Si 6.239 5.193 -5.301 0.177 -0.01 0.031
Si 1.833 -7.253 24.49 0.094 0.001 -0.136
Si -1.457 -2.384 -4.516 -0.049 -0.043 0.051
Si 0.006 1.069 24.718 -0.05 0.038 -0.183
Si 4.546 3.171 -6.575 0.075 -0.167 -0.124
Si 14.494 6.449 -6.364 -0.022 -0.007 -0.058
Si 10.605 3.882 -4.392 -0.097 0.023 0.087
Si 5.533 5.077 -2.315 -0.045 -0.002 0.042
Si 7.311 6.228 25.817 -0.076 -0.123 -0.025
Si 11.88 6.33 -4.846 -0.104 -0.027 0.03
Si 15.992 -2.304 23.896 0.046 0.017 -0.217
Si 16.098 4.147 -4.937 -0.129 -0.046 0.16
Si 10.06 -8.168 -6.607 0.089 -0.168 -0.068
Si 15.935 -7.281 -5.5 -0.116 -0.107 0.084
Si 12.534 -3.323 26.004 -0.039 -0.049 0.058
Si 10.256 1.099 -3.099 -0.112 0.005 0.169
Si 22.923 3.116 -7.029 0.048 -0.006 0.051
Si 21.649 -2.446 -6.176 0.154 0.062 -0.055
Si 19.766 7.028 24.558 0.054 0.001 -0.133
Si -30.702 -8.096 -4.867 -0.025 0.064 0.022
Si 14.617 1.323 -4.46 0.077 0.056 -0.035
Si 30.647 1.381 -2.673 -0.007 0.047 0.206
Si -29.24 6.075 -6.131 0.058 -0.057 0.01
Si 30.257 4.701 -6.732 -0.075 -0.033 0.002
Si 27.359 8.062 -3.795 0.036 -0.037 0.105
Si 26.13 -4.057 -6.84 -0.003 -0.119 -0.151
Si 24.17 -5.208 23.894 0.008 -0.081 -0.121
Si 28.488 -0.146 24.325 -0.04 -0.102 0.012
Si 27.203 -1.244 -6.871 -0.018 0.059 -0.056
Si -29.354 5.003 24.013 0.045 0.002 -0.26
Si 29.911 -2.058 -5.422 -0.001 -0.031 0.1
Si -31.616 -3.687 -4.562 -0.037 -0.003 0.124
Si 32.53 -1.335 -6.339 -0.091 -0.103 -0.123
Si -29.936 -7.481 -1.928 -0.057 0.032 0.071
Si -32.539 -2.889 23.957 0.01 -0.012 -0.129
Si -28.893 1.022 -6.644 0.109 -0.166 0.041
Si -31.67 1.523 -6.671 -0.166 0.042 -0.077
Si -27.161 2.747 23.725 -0.044 0.068 -0.089
Si -30.312 -5.114 23.943 0.043 0.06 -0.163
Si -24.294 -0.978 -7.045 0.095 0.005 -0.073
Si -22.92 -0.77 -4.191 -0.096 -0.039 0.043
Si -13.733 -2.696 24.44 -0.074 0.074 0.054
Si -26.78 7.588 -5.006 0.026 0.02 0.01
Si -18.556 5.077 -6.763 -0.113 -0.034 -0.095
Si -24.094 -0.057 23.743 -0.098 0.08 -0.075
Si -20.621 -2.932 25.585 -0.037 -0.021 -0.094
Si -9.52 -4.954 -6.994 -0.087 -0.009 -0.135
Si -16.859 -4.294 -6.314 -0.136 0.058 -0.071
Si -21.517 7.876 23.638 0.01 0.056 -0.101
Si -12.299 6.677 24.846 -0.076 0.089 -0.112
Si -17.843 -2.981 24.447 -0.105 -0.004 -0.059
Si -12.54 -6.754 25.707 0.02 -0.065 0.011
Si -11.118 -0.946 -5.27 -0.003 0.183 -0.102
Si -5.88 2.783 23.948 -0.035 -0.048 -0.13
Si -13.697 0.452 -5.389 0.038 -0.162 0.016
Si -9.462 -4.701 23.324 -0.045 0.034 -0.175
Si -19.385 5.646 23.671 0.071 -0.068 -0.023
Si -13.402 -5.609 23.25 -0.09 -0.082 0.106
Si -7.941 1.802 -5.252 0.131 0.083 0.035
Si -5.182 1.932 -6.694 0.014 -0.063 -0.014
Si -6.862 7.391 24.49 0.155 0.029 -0.212
Si -2.085 5.467 23.638 0.004 0.024 0.058
Si -4.809 -7.736 -6.653 -0.044 0.029 -0.059
Si -3.44 -6.271 24.819 -0.119 -0.192 -0.125
Si 4.028 -5.17 -2.523 -0.072 0.013 0.099
Si 1.701 7.175 -7.143 0.02 -0.12 -0.028
Si -5.649 5.26 -2.238 0.093 0.046 0.152
Si -2.404 5.929 -6.778 0.096 -0.118 -0.073
Si 2.556 -0.094 23.492 0.078 -0.189 0.028
Si -0.835 -8.072 -5.602 -0.006 -0.081 0.098
Si 5.594 2.609 23.771 0.054 0.041 -0.034
Si 11.041 7.912 23.769 -0.1 0.055 -0.053
Si 2.011 2.441 -5.165 0.042 0.059 0.17
Si 4.56 -6.543 25.566 -0.072 0.017 -0.09
Si -0.206 4.111 25.464 0.008 0.043 -0.103
Si 8.156 1.252 24.413 0.036 0.018 -0.143
Si 11.056 -6.008 -4.943 0.077 0.054 -0.045
Si 8.192 -0.559 -4.521 -0.07 0.007 -0.002
Si 8.643 4.102 -6.717 -0.124 0.021 0.081
Si 9.838 -0.444 -7.144 0.117 0.059 -0.048
Si 10.521 -3.017 23.886 0.003 0.07 -0.035
Si 19.934 -6.709 -4.58 0.045 -0.007 -0.048
Si 13.382 5.768 23.783 0.063 -0.05 -0.079
Si 18.773 4.368 24.245 -0.063 0.01 -0.044
Si 19.083 -1.53 -4.585 0.008 0.018 0.075
Si 18.957 -2.852 -1.77 0.115 0.051 0.111
Si 10.683 -6.134 -2.088 -0.063 0.166 0.047
Si 12.135 -1.229 -2.877 0.089 0.013 0.221
Si 19.644 2.632 -1.896 -0.047 -0.044 -0.012
Si 25.843 3.426 -6.861 -0.007 -0.049 -0.044
Si 24.69 -8.002 -2.119 -0.023 -0.071 0.098
Si 18.058 -5.286 -6.367 0.093 0.023 0.021
Si 13.957 0.111 23.731 0.001 -0.061 -0.043
Si 21.321 3.056 23.56 0.025 -0.08 -0.097
Si 21.576 7.765 -6.204 -0.121 0.051 0.036
Si 31.697 7.988 -4.255 -0.026 -0.107 0.025
Si 23.905 -4.025 -4.629 -0.079 -0.031 0.021
Si 28.394 -5.933 -5.63 0.071 0.061 0.028
Si 21.146 -4.532 24.426 0.118 -0.033 -0.088
Si 31.613 4.909 -3.991 -0.019 0.027 -0.07
Si 29.024 3.779 -2.833 -0.008 0.027 0.017
Si 30.664 1.541 24.963 0.061 0.075 -0.062
Si 31.007 -4.76 -5.234 -0.019 -0.054 0.099
Si -27.151 -6.709 -2.693 0.082 -0.036 0.121
Si 22.59 0.394 -5.938 -0.172 -0.029 -0.062
Si -27.379 -1.498 -6.694 -0.144 -0.012 -0.076
Si -28.277 4.215 -3.935 0.038 0.012 0.026
Si -28.308 -0.439 -4.165 -0.058 0.005 0.028
Si -26.817 5.636 -1.797 0.072 -0.125 -0.011
Si -22.875 4.737 -3.904 -0.082 0.043 0.034
Si -26.974 -4.371 -6.77 0.041 0.028 -0.046
Si -25.546 -4.625 -4.174 -0.016 -0.119 0.036
Si -26.354 2.768 -6.738 0.13 -0.072 0.02
Si -21.146 -0.357 24.237 0.077 0.042 -0.046
Si -23.378 -6.909 -4.296 0.029 -0.034 0.004
Si -20.276 6.381 -4.605 0.058 0.116 0.032
Si -25.246 -6.369 24.664 -0.005 0.07 -0.11
Si -20.399 -7.607 -6.731 0.117 -0.018 -0.02
Si -19.731 1.487 26.001 -0.062 0.048 -0.121
Si -11.696 1.458 -3.501 0.078 -0.201 0.189
Si -18.652 3.285 -2.077 0.033 -0.041 0.227
Si -16.039 -5.107 -2.054 0.02 0.054 0.194
Si -15.788 3.886 -2.756 -0.017 -0.019 0.043
Si -20.215 -1.149 -3.093 0.03 -0.103 0.188
Si -7.945 -3.571 -4.682 0.111 0.026 -0.019
Si -8.779 3.754 24.493 -0.042 0.006 -0.016
Si -10.979 -1.144 24.941 0.273 -0.088 -0.092
Si -14.259 4.455 24.524 0.07 -0.034 -0.166
Si -17.735 -6.868 -3.694 0.034 0.04 0.027
Si -4.226 -1.596 -3.169 0.018 0.026 0.063
Si -1.489 -0.284 -6.751 -0.03 0.02 -0.003
Si -1.144 1.243 -2.68 -0.032 -0.044 0.096
Si -9.365 6.27 25.945 -0.011 -0.088 0.003
Si -9.669 6.287 -4.491 -0.023 -0.076 0.108
Si -7.134 -6.468 25.729 0.16 -0.02 -0.145
Si -4.499 -1.308 25.125 -0.014 0.036 -0.159
Si -2.77 1.937 -4.877 0.014 -0.004 0.119
Si -4.097 6.414 -4.61 0.006 -0.003 -0.002
Si -6.848 -0.887 -4.031 0.07 -0.121 -0.007
Si 1.742 -3.105 -6.985 0.036 0.037 0.004
Si -10.461 1.64 25.874 0.054 0.108 -0.008
Si -0.594 -5.242 24.701 0.146 0.147 -0.203
Si 2.463 -0.539 -5.455 0.136 0.005 0.016
Si 5.52 0.246 -5.93 -0.102 -0.001 -0.045
Si 3.191 -7.944 -4.827 -0.055 0.058 -0.002
Si 5.273 -1.229 24.418 0.015 -0.009 -0.148
Si -1.108 -5.412 -4.449 -0.102 0.127 -0.007
Si 1.917 -5.046 -4.477 0.162 -0.042 -0.083
Si 0.72 -1.078 -3.091 0.04 0.052 0.085
Si 7.651 -5.882 -2.738 0.014 0.017 0.117
Si 2.619 -7.812 -2.021 -0.039 0.058 -0.034
Si 5.626 7.546 23.74 -0.031 0.042 -0.185
Si 3.141 3.007 -2.276 -0.017 0.007 0.123
Si 19.867 1.328 -4.651 0.011 -0.001 0.038
Si 13.963 2.579 -1.908 0.027 -0.033 0.106
Si 10.677 5.809 -2.316 0.064 -0.019 0.028
Si 15.151 -1.509 -3.966 0.031 0.009 0.144
Si 16.729 -2.53 -6.262 -0.027 0.041 -0.054
Si 11.669 -3.432 -4.6 0.051 -0.018 0.033
Si 7.887 -2.74 -2.259 -0.041 -0.052 0.084
Si 17.246 -6.666 -3.054 -0.025 0.024 0.149
Si 21.594 5.007 -1.931 0.047 -0.003 0.047
Si 15.624 5.117 -2.095 0.049 0.017 0.001
Si 18.906 3.571 -6.286 0.073 -0.013 -0.05
Si 18.962 -6.457 24.276 0.062 -0.066 -0.166
Si 16.364 -3.971 -2.353 -0.065 0.101 -0.062
Si 24.752 -2.508 -1.988 0.094 -0.008 0.189
Si 26.926 2.402 23.666 -0.114 0.076 -0.124
Si 21.522 4.872 -5.112 -0.021 -0.026 0.047
Si 27.55 5.217 -5.104 0.201 0.006 0.003
Si 13.609 -5.111 -5.728 -0.065 0.052 0.063
Si 22.863 -6.91 -4.229 -0.022 -0.062 0.108
Si 29.081 -1.143 -2.739 -0.031 -0.133 0.128
Si -32.159 2.426 -3.856 -0.026 -0.021 0.069
Si 29.897 -8.063 -1.988 -0.05 0.04 0.127
Si 28.018 7.045 23.11 -0.107 -0.047 -0.139
Si 26.452 0.145 -2.574 -0.018 -0.025 0.262
Si 25.468 0.742 -5.187 0.047 0.054 -0.126
Si -29.914 -2.362 -2.212 0.095 -0.033 0.033
Si -30.102 2.686 -1.946 0.116 -0.084 0.248
Si 30.361 6.559 24.6 -0.098 -0.029 -0.186
Si -26.173 1.794 -4.081 -0.026 -0.047 -0.034
Si 30.666 -7.136 -6.7 0.021 0.004 -0.004
Si -29.677 -5.55 -6.3 -0.093 0.052 -0.07
Si -24.485 -2.519 -2.137 0.177 -0.069 0.206
Si -19.332 -3.243 -4.798 0.108 -0.031 -0.015
Si -24.182 7.095 -2.299 0.065 -0.011 -0.007
Si -16.133 1.628 -4.826 0.044 0.071 0.016
Si -25.035 5.438 -5.877 0.007 0.067 -0.046
Si -24.56 -8.11 -6.711 -0.054 -0.109 0.052
Si -23.328 1.85 -2.921 -0.046 -0.007 0.143
Si -17.397 -7.332 -6.647 -0.016 0.118 0.12
Si -19.206 1.512 -4.345 -0.019 0.033 -0.01
Si -19.179 7.798 -1.948 -0.064 0.053 0.09
Si -23.341 -4.064 24.745 0.083 0.062 -0.074
Si -20.608 -5.811 -4.477 -0.051 -0.028 -0.024
Si -14.034 -2.822 -1.861 -0.052 0.008 -0.024
Si -11.569 3.899 -5.248 -0.042 -0.086 0.042
Si -15.11 1.682 25.855 -0.081 0.013 -0.022
Si -14.003 5.687 -4.594 0.085 -0.077 0.147
Si -15.845 6.417 -7.012 -0.114 0.045 0.123
Si -13.94 -3.949 -6.322 0.068 0.031 -0.135
Si -17.396 0.178 24.488 0.007 0.045 -0.079
Si -5.151 -4.255 -4.248 -0.006 0.019 -0.032
Si -8.236 4.08 -3.023 -0.117 -0.068 0.088
Si -11.974 7.482 -2.903 -0.092 0.006 0.091
Si -11.272 -5.926 -2.193 0.09 -0.021 0.036
Si -8.095 -2.625 -2.01 0.036 0.064 0.055
Si -3.135 -5.611 -2.343 -0.095 0.224 0.262
Si -0.578 3.716 -4.034 -0.026 -0.059 0.08
Si 5.652 -6.324 -4.725 -0.002 -0.083 0.018
Si -1.332 6.651 -3.178 0.041 -0.065 0.099
Si -11.893 -3.429 -3.939 -0.028 -0.091 0.188
Si -5.326 -4.178 25.954 0.014 -0.028 0.132
Si 1.293 -1.38 5.325 -0.011 -0.01 0.011
Si 4.074 1.338 5.36 -0.003 -0.003 0.001
Si 1.361 4.069 5.331 -0.004 0 0.006
Si 4.065 6.784 5.344 -0.002 -0.006 0.002
Si 1.347 9.513 5.334 -0.006 -0.007 0
Si 4.041 12.227 5.283 0.001 -0.007 -0.012
Si 6.793 -1.391 5.346 0.002 0.014 0.009
Si 9.534 1.322 5.35 -0.007 -0.012 0.011
Si 6.789 4.045 5.352 0.005 -0.007 0.005
Si 9.511 6.799 5.338 -0.003 0.015 -0.008
Si 6.752 9.506 5.313 0.001 0.012 0.004
Si 9.515 12.233 5.371 -0.004 0.003 0.003
Si 12.235 -1.388 5.351 0.032 0.036 0.001
Si 14.972 1.342 5.408 -0.004 -0.001 0.01
Si 12.253 4.011 5.428 -0.005 0.003 0.013
Si 14.998 6.769 5.387 -0.022 -0.004 0.002
Si 12.272 9.459 5.359 0.007 -0.004 0.004
Si 15.011 12.185 5.378 0.021 -0.009 0.005
Si 17.71 -1.426 5.469 0.017 -0.011 0.015
Si 20.476 1.35 5.495 0.002 -0.005 0.009
Si 17.714 4.085 5.443 0.003 0.005 0.012
Si 20.408 6.779 5.412 0.001 0.015 0.007
Si 17.72 9.461 5.37 0.002 0.001 -0.007
Si 20.432 -4.136 5.476 0.011 0.012 0.015
Si 23.193 -1.353 5.53 0.019 0.006 0.01
Si 25.886 1.355 5.526 -0.005 -0.019 0.009
Si 23.125 4.091 5.477 -0.018 0.005 -0.005
Si 25.85 6.815 5.518 0.009 0.011 0.004
Si 23.138 -6.826 5.487 -0.003 -0.001 0
Si 25.853 -4.068 5.567 0.005 0.005 0.01
Si 28.578 -1.298 5.574 0.008 0.008 0.012
Si 31.292 1.419 5.565 -0.012 -0.007 0.011
Si 28.56 4.094 5.53 -0.006 -0.001 0.006
Si 31.258 6.817 5.581 0.001 -0.008 0.004
Si 28.577 -6.791 5.573 0.004 -0.007 0.019
Si 31.318 -4.045 5.562 0.005 -0.005 0.021
Si 33.998 -1.287 5.574 -0.015 -0.006 0.012
Si -28.543 1.432 5.544 -0.003 -0.007 0.006
Si 33.989 4.174 5.502 -0.025 0.002 -0.003
Si -28.573 6.875 5.475 -0.01 0.003 -0.012
Si 34.001 -6.724 5.577 -0.002 -0.012 0.001
Si -28.513 -4.02 5.557 0.013 -0.017 0.01
Si -25.821 -1.312 5.492 -0.012 -0.01 0.001
Si -23.119 1.389 5.475 -0.001 -0.008 0.007
Si -25.848 4.157 5.478 -0.007 0.007 -0.014
Si -23.162 6.851 5.498 -0.003 0.009 -0.001
Si -25.886 -6.736 5.467 -0.002 0.007 0
Si -23.133 -4.026 5.482 -0.009 -0.007 0.001
Si -20.413 -1.333 5.451 -0.003 0 0.002
Si -17.661 1.323 5.479 -0.001 -0.015 0.013
Si -20.424 4.09 5.498 0.002 0.004 -0.007
Si -17.654 6.813 5.505 0.012 -0.005 0.01
Si -20.437 -6.739 5.501 -0.005 0.017 0.004
Si -17.723 -4.054 5.492 0.001 0.014 0.007
Si -14.992 -1.336 5.461 -0.017 -0.003 -0.003
Si -12.256 1.36 5.414 -0.018 -0.005 -0.004
Si -14.912 4.058 5.419 0.012 -0.017 -0.006
Si -12.231 6.725 5.407 0.004 -0.018 0.002
Si -14.966 -6.793 5.418 -0.014 -0.007 -0.017
Si -12.256 -4.075 5.422 0.015 0.021 -0.008
Si -9.569 -1.379 5.378 0.004 0.026 0.01
Si -6.858 1.373 5.417 -0.007 0 0.014
Si -9.536 4.075 5.378 0.006 0 -0.007
Si -6.811 6.799 5.371 0.001 0.001 0.005
Si -9.508 -6.882 5.42 0.01 0.001 -0.012
Si -6.822 12.189 5.456 0.012 0.005 0.01
Si -4.089 -1.352 5.427 0.003 -0.002 0.01
Si -1.364 1.342 5.362 0.015 -0.008 0.004
Si -4.09 4.092 5.379 -0.013 -0.005 0.005
Si -1.357 6.769 5.357 -0.002 -0.005 0.006
Si -4.114 -6.801 5.357 -0.007 0.007 -0.002
Si -1.383 -4.099 5.368 0.007 0.003 0.006
Si 2.689 -0.033 6.688 0.006 0.001 -0.006
Si 5.42 2.707 6.725 -0.009 0.007 0.002
Si 2.705 5.425 6.711 -0.001 0.005 -0.002
Si 5.426 8.142 6.703 0.001 -0.006 0.004
Si 2.718 10.864 6.689 0.006 -0.002 -0.011
Si 5.408 -2.751 6.68 -0.01 0.012 -0.003
Si 8.157 -0.032 6.709 0 0.003 -0.006
Si 10.874 2.662 6.755 0.018 -0.01 0.006
Si 8.16 5.418 6.699 -0.003 -0.003 -0.002
Si 10.88 8.133 6.719 0.002 0.001 0.008
Si 8.127 10.859 6.69 0.004 -0.008 0
Si 10.877 -2.733 6.73 -0.015 -0.011 -0.003
Si 13.589 -0.027 6.736 -0.014 0.001 -0.003
Si 16.335 2.704 6.769 0.006 -0.002 -0.003
Si 13.614 5.416 6.743 -0.004 -0.008 -0.004
Si 16.34 8.14 6.753 0.008 -0.005 0.001
Si 13.619 10.839 6.724 0.002 -0.002 -0.002
Si 16.323 -2.772 6.791 -0.006 0.005 -0.005
Si 19.067 -0.023 6.8 -0.005 0 0
Si 21.793 2.728 6.859 -0.002 0.001 -0.007
Si 19.046 5.455 6.806 -0.014 -0.003 -0.004
Si 21.758 -8.187 6.809 -0.001 -0.014 -0.005
Si 19.043 -5.496 6.787 0.005 -0.002 -0.007
Si 21.782 -2.735 6.823 -0.002 -0.007 -0.01
Si 24.525 0.009 6.892 -0.006 0.006 -0.001
Si 27.207 2.741 6.889 0.001 0.004 -0.006
Si 24.48 5.445 6.85 -0.004 -0.004 -0.003
Si 27.202 -8.153 6.896 0 -0.007 -0.006
Si 24.466 -5.441 6.87 -0.002 0.003 -0.011
Si 27.223 -2.696 6.903 -0.007 0 -0.009
Si 29.942 0.05 6.922 0.008 -0.003 0
Si 32.656 2.798 6.887 -0.002 0.006 -0.009
Si 29.919 5.438 6.913 0.01 -0.006 -0.004
Si 32.639 -8.118 6.901 -0.008 0.013 -0.006
Si 29.944 -5.41 6.903 -0.001 -0.004 -0.007
Si 32.662 -2.676 6.919 0.002 0.003 -0.007
Si -29.898 0.065 6.903 0.008 -0.002 -0.002
Si -27.182 2.796 6.873 0.002 0.003 0
Si -29.916 5.513 6.861 0.001 0.002 -0.007
Si -27.21 -8.105 6.853 0.006 0.007 -0.004
Si -29.891 -5.38 6.908 0.001 0.008 -0.005
Si -27.158 -2.659 6.893 0.01 -0.006 0.005
Si -24.468 0.041 6.857 0.009 0.001 -0.001
Si -21.769 2.735 6.861 -0.002 0.003 -0.002
Si -24.497 5.487 6.866 -0.001 -0.001 0.001
Si -21.778 -8.124 6.849 0.003 -0.003 0.001
Si -24.496 -5.396 6.833 -0.011 0.001 0.002
Si -21.765 -2.679 6.841 0.005 0.009 -0.002
Si -19.035 -0.015 6.839 0.019 -0.01 -0.003
Si -16.298 2.719 6.797 0.012 0.004 -0.008
Si -19.038 5.449 6.837 0.002 0.001 0.006
Si -16.293 -8.14 6.833 0.001 -0.008 0.002
Si -19.069 -5.402 6.863 -0.006 0.003 0
Si -16.333 -2.708 6.829 -0.002 0.002 0.009
Si -13.611 0.016 6.801 -0.006 0.004 0.003
Si -10.879 2.711 6.765 0 -0.004 -0.005
Si -13.577 5.402 6.806 -0.002 0.007 -0.001
Si -10.885 -8.215 6.775 0.003 -0.009 -0.002
Si -13.607 -5.442 6.787 -0.006 0.007 0
Si -10.893 -2.728 6.784 -0.009 -0.008 -0.009
Si -8.205 -0.017 6.755 -0.003 0.002 -0.006
Si -5.455 2.724 6.743 0.002 0.004 -0.007
Si -8.165 5.429 6.741 0.001 -0.002 -0.004
Si -5.461 8.16 6.74 -0.011 0.018 -0.006
Si -8.17 10.816 6.794 0.009 -0.009 0.005
Si -5.448 -2.74 6.77 -0.007 0 0
Si -2.722 0.007 6.759 -0.002 0.001 -0.004
Si 0.005 2.705 6.709 0.004 0 -0.005
Si -2.718 5.428 6.741 0.008 -0.007 -0.004
Si -0.014 8.154 6.708 0.002 0.01 0.005
Si -2.747 -5.456 6.729 -0.004 0 0.001
Si -0.026 -2.736 6.724 0.009 -0.006 0
Si 1.354 1.335 8.07 0.007 0.008 -0.008
Si 4.062 4.066 8.082 0.002 0.002 0.001
Si 1.339 6.784 8.074 -0.001 -0.012 -0.01
Si 4.065 9.501 8.064 -0.006 0 -0.003
Si 1.356 -4.099 8.062 0.011 0.007 -0.006
Si 4.058 -1.386 8.052 -0.01 -0.006 -0.003
Si 6.793 1.338 8.068 0.01 0.01 -0.004
Si 9.515 4.061 8.077 0.002 0.006 -0.005
Si 6.795 6.779 8.06 0.002 0.004 -0.009
Si 9.509 9.509 8.058 0.001 -0.003 -0.005
Si 6.77 -4.104 8.057 -0.003 -0.015 -0.006
Si 9.509 -1.382 8.089 -0.003 0.013 0.001
Si 12.236 1.319 8.115 -0.01 -0.001 0.001
Si 14.965 4.067 8.119 0.003 0.005 -0.006
Si 12.238 6.778 8.091 0.01 0.006 -0.004
Si 14.969 9.5 8.109 0.009 0.003 -0.003
Si 12.246 -4.104 8.075 0.006 0.007 -0.007
Si 14.947 -1.384 8.108 -0.005 -0.01 0
Si 17.683 1.342 8.138 -0.009 -0.006 0.001
Si 20.394 4.087 8.174 0.001 -0.008 -0.007
Si 17.677 6.805 8.152 0.02 0.001 0.011
Si 20.399 -6.823 8.166 -0.007 -0.003 0
Si 17.687 -4.12 8.145 0 -0.001 -0.002
Si 20.416 -1.37 8.173 0.012 0.012 -0.002
Si 23.147 1.375 8.22 0.019 0.014 0
Si 25.835 4.097 8.226 -0.001 -0.013 -0.004
Si 23.113 6.801 8.195 -0.005 0 -0.002
Si 25.84 -6.784 8.229 0.005 -0.001 -0.006
Si 23.113 -4.077 8.214 -0.011 -0.006 0.002
Si 25.86 -1.348 8.257 -0.005 0.003 -0.001
Si 28.573 1.403 8.26 0.01 0.008 -0.008
Si 31.297 4.117 8.271 -0.003 0.009 0.005
Si 28.562 6.813 8.251 -0.02 -0.005 -0.002
Si 31.293 -6.766 8.265 0.001 0.006 0.003
Si 28.583 -4.053 8.252 0.01 0.008 0.004
Si 31.294 -1.324 8.264 -0.01 -0.009 -0.001
Si -31.267 1.424 8.244 -0.002 -0.003 -0.011
Si -28.558 4.141 8.224 0.006 0.001 -0.005
Si -31.267 6.849 8.247 -0.004 -0.005 0.001
Si -28.547 -6.76 8.247 -0.007 -0.004 -0.001
Si -31.251 -4.028 8.265 0.005 0.005 0
Si -28.536 -1.308 8.245 0.002 -0.004 -0.005
Si -25.828 1.409 8.218 -0.005 0.003 -0.011
Si -23.129 4.108 8.211 -0.003 0 -0.007
Si -25.85 6.85 8.22 -0.006 -0.006 -0.003
Si -23.135 -6.76 8.202 -0.003 -0.006 -0.012
Si -25.817 -4.041 8.237 0.003 0.003 -0.001
Si -23.111 -1.322 8.217 -0.005 -0.002 -0.009
Si -20.387 1.369 8.197 0.01 0.006 -0.014
Si -17.66 4.081 8.171 0.01 0.01 -0.007
Si -20.401 6.82 8.189 -0.004 -0.001 -0.007
Si -17.679 -6.786 8.182 -0.001 0.004 -0.008
Si -20.417 -4.041 8.217 0.004 -0.005 0.003
Si -17.685 -1.366 8.208 -0.021 -0.012 0.002
Si -14.958 1.363 8.179 -0.005 -0.007 0.002
Si -12.222 4.052 8.163 -0.007 -0.006 -0.003
Si -14.933 6.79 8.162 0.013 0.007 -0.003
Si -12.237 -6.824 8.13 -0.001 -0.001 -0.009
Si -14.959 -4.085 8.165 -0.003 0.005 -0.006
Si -12.246 -1.364 8.147 0.008 0.004 -0.003
Si -9.534 1.344 8.136 -0.002 -0.006 0.006
Si -6.809 4.073 8.113 0 -0.006 -0.001
Si -9.514 6.769 8.139 -0.003 0.005 -0.006
Si -6.799 9.486 8.15 -0.003 0.001 0.009
Si -9.528 -4.109 8.129 -0.006 0 -0.008
Si -6.822 -1.373 8.111 0.006 -0.001 -0.005
Si -4.094 1.361 8.106 0 -0.002 0.003
Si -1.366 4.052 8.088 -0.012 -0.009 0.002
Si -4.088 6.791 8.091 0.005 0.001 -0.007
Si -1.377 -6.818 8.083 0.008 0 -0.004
Si -4.09 -4.106 8.119 0.001 -0.002 0
Si -1.372 -1.378 8.101 -0.002 -0.006 -0.005
Si -0.007 -0.014 9.448 0.007 -0.002 -0.004
Si 2.706 2.693 9.44 -0.006 -0.003 -0.001
Si -0.016 5.421 9.447 0.005 0.006 -0.001
Si 2.705 8.143 9.43 -0.001 0.009 -0.002
Si -0.006 -5.455 9.431 0.008 0.009 0
Si 2.705 -2.737 9.43 0.008 -0.007 -0.002
Si 5.424 -0.027 9.42 -0.009 -0.001 -0.006
Si 8.151 2.702 9.434 -0.005 -0.002 -0.001
Si 5.434 5.425 9.43 -0.003 0.004 0
Si 8.157 8.143 9.422 0.003 -0.009 0.001
Si 5.423 -5.462 9.43 0 -0.006 0.001
Si 8.138 -2.749 9.43 -0.002 0.004 -0.001
Si 10.865 -0.031 9.462 0.006 -0.002 0.003
Si 13.593 2.701 9.461 -0.002 -0.005 -0.008
Si 10.876 5.419 9.446 0.005 -0.007 -0.001
Si 13.593 8.146 9.46 -0.007 -0.005 0
Si 10.871 -5.454 9.432 -0.007 0.004 -0.003
Si 13.583 -2.74 9.462 0 0.008 0.001
Si 16.301 -0.016 9.478 -0.001 0.005 0.001
Si 19.021 2.719 9.51 0.001 0.009 -0.004
Si 16.304 5.438 9.49 -0.004 -0.007 -0.004
Si 19.026 -8.16 9.522 0 0.002 -0.001
Si 16.308 -5.458 9.496 -0.003 -0.004 0.002
Si 19.03 -2.734 9.506 0 -0.011 -0.003
Si 21.759 0.005 9.54 0.005 0 -0.001
Si 24.485 2.736 9.584 -0.009 -0.003 0.002
Si 21.746 5.445 9.543 0.001 -0.001 -0.001
Si 24.468 -8.151 9.559 -0.002 0.004 -0.005
Si 21.735 -5.441 9.536 -0.003 0.004 -0.004
Si 24.476 -2.714 9.575 0.002 -0.003 -0.003
Si 27.215 0.028 9.6 0.004 -0.005 -0.005
Si 29.936 2.753 9.615 0.001 -0.006 0.001
Si 27.196 5.454 9.589 0.002 0 -0.003
Si 29.927 -8.137 9.602 0.003 -0.003 -0.007
Si 27.207 -5.424 9.584 -0.013 0.002 -0.008
Si 29.938 -2.691 9.609 0.002 0.003 0.001
Si -32.619 0.046 9.599 -0.006 -0.001 -0.006
Si -29.903 2.773 9.598 -0.003 0.006 -0.002
Si -32.62 5.486 9.611 -0.001 -0.006 -0.002
Si -29.906 -8.118 9.606 0.005 0.003 -0.004
Si -32.618 -5.399 9.607 0.005 -0.002 -0.002
Si -29.892 -2.668 9.61 0.005 -0.003 -0.005
Si -27.18 0.053 9.597 0.004 0.005 -0.001
Si -24.473 2.753 9.587 0 -0.006 -0.002
Si -27.196 5.485 9.588 -0.009 0.011 0.003
Si -24.477 -8.122 9.574 0.001 0.007 -0.004
Si -27.183 -5.398 9.596 0.007 -0.007 0
Si -24.458 -2.681 9.59 0.008 -0.008 0.002
Si -21.743 0.023 9.577 -0.003 -0.01 -0.002
Si -19.018 2.728 9.546 0.007 -0.007 0.003
Si -21.754 5.463 9.559 0.005 -0.003 0.001
Si -19.031 -8.147 9.547 -0.004 -0.005 0.001
Si -21.768 -5.412 9.568 -0.004 0.01 -0.004
Si -19.039 -2.711 9.578 0.005 0.002 0.004
Si -16.313 0.001 9.543 -0.008 0.002 0.003
Si -13.584 2.709 9.534 0.012 0.011 0.004
Si -16.301 5.441 9.53 0.001 -0.002 0.004
Si -13.58 -8.172 9.522 -0.003 -0.009 0.002
Si -16.312 -5.438 9.541 -0.002 0.006 0.003
Si -13.591 -2.729 9.519 -0.001 0.001 0.001
Si -10.877 -0.019 9.511 -0.015 0.009 0.001
Si -8.157 2.704 9.482 0.001 -0.004 0.002
Si -10.865 5.418 9.514 0.011 -0.009 -0.003
Si -8.158 8.128 9.505 0.008 0.002 -0.001
Si -10.878 -5.466 9.501 0.003 0.006 0.003
Si -8.162 -2.746 9.485 0.001 -0.01 -0.004
Si -5.451 -0.011 9.463 0.006 0.005 0.003
Si -2.729 2.709 9.467 0.01 0.005 0.002
Si -5.438 5.427 9.469 -0.01 0.004 -0.005
Si -2.732 8.142 9.459 -0.012 0.008 0.001
Si -5.441 -5.464 9.495 -0.004 -0.005 0.005
Si -2.727 -2.739 9.465 0.002 0.006 0.002
Si 1.347 -1.382 10.804 0.005 0.003 -0.003
Si 4.068 1.327 10.794 0.008 0.007 0.001
Si 1.34 4.049 10.802 0.002 -0.002 0.002
Si 4.074 6.786 10.786 -0.003 -0.006 -0.001
Si 1.343 9.497 10.796 0.005 -0.007 -0.004
Si 4.063 -4.098 10.789 -0.012 0.007 0.001
Si 6.781 -1.385 10.791 0 0 0.002
Si 9.512 1.347 10.804 0.009 0.002 -0.001
Si 6.792 4.063 10.793 0 0.007 0.001
Si 9.515 6.789 10.796 0.003 0.004 0.003
Si 6.798 9.504 10.785 -0.004 0.002 0.002
Si 9.512 -4.095 10.798 0.001 -0.005 0.002
Si 12.223 -1.382 10.828 -0.014 0 0.003
Si 14.938 1.347 10.837 -0.004 0.009 0
Si 12.237 4.068 10.816 0.006 -0.007 0.002
Si 14.943 6.801 10.846 0.007 0 0.005
Si 12.229 9.515 10.81 0.011 -0.001 -0.002
Si 14.941 -4.085 10.836 0 0.005 0.001
Si 17.655 -1.368 10.849 -0.003 0.002 -0.003
Si 20.381 1.371 10.878 0 -0.004 0.003
Si 17.65 4.081 10.857 -0.006 0.006 0.002
Si 20.378 -9.511 10.885 0 0.002 -0.002
Si 17.663 -6.799 10.872 0.015 -0.007 0.004
Si 20.375 -4.077 10.888 0.006 0 0.004
Si 23.109 -1.347 10.913 0.005 -0.001 0.002
Si 25.844 1.382 10.943 0.003 0.008 -0.001
Si 23.105 4.097 10.91 0.01 -0.009 -0.001
Si 25.835 -9.496 10.924 -0.006 -0.009 -0.004
Si 23.1 -6.783 10.894 -0.009 0.007 -0.002
Si 25.843 -4.065 10.929 0.008 -0.001 0.005
Si 28.576 -1.329 10.951 0.001 -0.001 0.001
Si 31.298 1.391 10.96 -0.005 0.001 0.001
Si 28.564 4.109 10.952 0.003 0.001 0.004
Si 31.291 -9.483 10.965 0.004 0.005 0.005
Si 28.569 -6.772 10.951 -0.01 0.004 0.003
Si 31.302 -4.042 10.964 -0.003 0.005 0
Si -31.26 -1.313 10.958 0.008 0 -0.006
Si -28.551 1.403 10.959 -0.003 0.001 0.002
Si -31.264 4.118 10.964 -0.005 0.008 0.004
Si -28.549 -9.485 10.958 0.003 -0.009 0.003
Si -31.264 -6.76 10.963 -0.003 0.001 0.002
Si -28.542 -4.041 10.96 0 0.001 -0.001
Si -25.824 -1.322 10.949 0 -0.006 -0.002
Si -23.109 1.383 10.936 0.004 0.014 -0.005
Si -25.837 4.112 10.943 -0.001 -0.003 -0.004
Si -23.11 -9.492 10.922 -0.006 -0.005 -0.007
Si -25.825 -6.766 10.946 0.001 -0.006 -0.004
Si -23.103 -4.047 10.947 -0.003 -0.004 0.001
Si -20.387 -1.344 10.939 0.005 -0.005 0.003
Si -17.664 1.362 10.91 0.003 -0.002 0.001
Si -20.385 4.092 10.904 -0.008 0.011 -0.008
Si -17.662 -9.516 10.895 0.003 -0.003 -0.004
Si -20.393 -6.784 10.908 -0.003 0.006 -0.006
Si -17.67 -4.084 10.913 -0.015 0.002 0.003
Si -14.948 -1.372 10.887 -0.005 0.004 -0.001
Si -12.225 1.337 10.882 0 -0.015 0.004
Si -14.941 4.078 10.892 0.004 -0.009 -0.002
Si -12.22 -9.537 10.879 0.009 0.009 -0.004
Si -14.945 -6.813 10.887 0.009 -0.003 -0.006
Si -12.224 -4.098 10.871 -0.01 -0.002 -0.003
Si -9.508 -1.387 10.863 -0.004 -0.001 -0.004
Si -6.795 1.344 10.842 -0.005 0.006 -0.002
Si -9.503 4.057 10.864 -0.013 0.004 0.001
Si -6.788 6.77 10.853 -0.008 0.006 0.003
Si -9.511 9.497 10.866 0.003 -0.008 0.002
Si -6.803 -4.104 10.853 0.01 0.005 0.005
Si -4.09 -1.377 10.821 -0.008 -0.012 0.004
Si -1.371 1.338 10.817 -0.006 -0.006 0.002
Si -4.085 4.063 10.839 0.002 -0.008 0.002
Si -1.382 6.773 10.821 -0.001 -0.001 0.003
Si -4.081 9.49 10.845 0.007 0.007 0.008
Si -1.357 -4.101 10.81 0.01 -0.01 -0.003
Si 2.706 -0.029 12.167 -0.01 -0.014 -0.005
Si 5.435 2.69 12.145 -0.007 -0.005 0.001
Si 2.713 5.416 12.136 0.005 0.009 -0.002
Si 5.442 8.142 12.145 0.001 0.005 0.006
Si 2.699 10.867 12.149 0.005 0 0.002
Si 5.419 -2.743 12.157 -0.009 -0.014 0.001
Si 8.155 -0.027 12.148 -0.005 0.012 -0.004
Si 10.88 2.704 12.168 -0.002 0.006 -0.004
Si 8.158 5.423 12.153 -0.003 -0.009 0.004
Si 10.869 8.154 12.167 -0.002 -0.003 0.003
Si 8.154 10.864 12.156 0.007 -0.002 -0.003
Si 10.866 -2.742 12.184 0.006 0.012 0.003
Si 13.568 -0.008 12.194 -0.002 -0.008 -0.004
Si 16.278 2.722 12.204 -0.002 -0.008 -0.004
Si 13.578 5.435 12.194 -0.007 -0.014 0.002
Si 16.295 8.166 12.22 0.002 0.007 -0.001
Si 13.577 10.877 12.191 0.001 0.011 0.002
Si 16.282 -2.716 12.21 0.001 -0.007 0.003
Si 19.003 0.005 12.212 0 0.005 -0.003
Si 21.729 2.738 12.247 0.01 0.014 0.008
Si 18.99 5.459 12.218 0.007 -0.015 -0.003
Si 21.729 -8.136 12.236 0.001 -0.005 -0.005
Si 19.004 -5.429 12.241 -0.011 -0.001 0.007
Si 21.729 -2.707 12.248 -0.002 -0.004 -0.002
Si 24.47 0.013 12.272 0.001 -0.003 -0.001
Si 27.203 2.743 12.297 0.004 -0.006 0.004
Si 24.468 5.461 12.261 -0.004 0.012 -0.006
Si 27.202 -8.143 12.286 -0.006 -0.004 -0.001
Si 24.461 -5.426 12.256 -0.011 -0.012 -0.002
Si 27.209 -2.701 12.278 -0.008 0.007 -0.003
Si 29.937 0.029 12.306 0 -0.007 0
Si 32.656 2.749 12.315 0.002 -0.007 0
Si 29.93 5.462 12.308 -0.012 0 -0.003
Si 32.651 -8.117 12.317 0 -0.001 -0.001
Si 29.934 -5.404 12.307 0.017 0.003 -0.001
Si 32.664 -2.677 12.316 0 0.006 -0.001
Si -29.915 0.044 12.325 -0.009 -0.008 0.005
Si -27.188 2.754 12.317 0.002 0.006 0.003
Si -29.905 5.475 12.319 0.003 0.004 0.001
Si -27.179 -8.13 12.305 -0.004 0.01 -0.001
Si -29.905 -5.4 12.318 0 -0.004 0.007
Si -27.191 -2.675 12.313 0.005 -0.006 0.003
Si -24.458 0.023 12.311 0.003 0.003 0.003
Si -21.741 2.741 12.281 0.004 -0.009 0.001
Si -24.464 5.468 12.29 0.001 0.004 -0.001
Si -21.746 -8.136 12.28 0 0.001 0
Si -24.47 -5.401 12.299 0.005 -0.003 0.001
Si -21.733 -2.705 12.312 0.001 0.003 0.005
Si -19.016 0.009 12.287 -0.003 0.006 0.008
Si -16.289 2.712 12.26 0.003 0.012 0.001
Si -19.02 5.447 12.26 0.002 -0.005 0.003
Si -16.302 -8.164 12.264 -0.003 0.007 0.01
Si -19.029 -5.438 12.277 -0.002 -0.008 0.001
Si -16.304 -2.725 12.26 0.002 -0.008 0.001
Si -13.582 -0.021 12.244 0.002 0.004 0.002
Si -10.853 2.695 12.227 -0.001 0.004 0
Si -13.581 5.436 12.252 0.003 0.002 0.006
Si -10.855 -8.186 12.241 -0.006 0.001 0.003
Si -13.576 -5.456 12.239 0 0.002 -0.002
Si -10.854 -2.752 12.239 0.005 -0.002 0.004
Si -8.137 -0.023 12.213 0.009 0.002 0.001
Si -5.437 2.697 12.213 -0.005 -0.005 -0.001
Si -8.137 5.411 12.222 0.014 -0.003 0.001
Si -5.434 8.126 12.22 -0.003 -0.01 0.001
Si -8.144 10.849 12.232 -0.009 0.001 0.002
Si -5.434 -2.738 12.197 -0.002 0.005 0.003
Si -2.732 -0.019 12.183 0.012 0.001 0
Si -0.021 2.697 12.184 0.001 0.002 -0.001
Si -2.732 5.417 12.21 -0.008 0.012 0.006
Si -0.022 8.145 12.166 0.006 0.007 0.003
Si -2.708 -5.462 12.178 0.006 0.011 0.001
Si -0.016 -2.731 12.178 0.008 -0.001 0
Si 1.339 1.324 13.531 0.005 -0.001 -0.001
Si 4.075 4.058 13.493 -0.006 0 -0.004
Si 1.34 6.761 13.492 0.011 -0.005 -0.006
Si 4.082 9.516 13.488 -0.012 -0.002 0
Si 1.335 -4.107 13.526 -0.004 0.006 0.001
Si 4.052 -1.4 13.532 0.01 0.01 0.007
Si 6.799 1.329 13.503 0.002 -0.001 0
Si 9.524 4.066 13.515 0.012 -0.004 0.002
Si 6.807 6.789 13.514 -0.004 -0.001 0.011
Si 9.514 9.515 13.531 -0.006 0.008 0.002
Si 6.797 -4.089 13.512 -0.005 0.002 0
Si 9.515 -1.366 13.533 0.004 -0.004 0.003
Si 12.223 1.362 13.563 -0.008 0.006 0.007
Si 14.93 4.087 13.575 0.006 -0.003 0.011
Si 12.22 6.804 13.545 0.003 0.009 0.005
Si 14.944 9.543 13.567 0.008 -0.012 -0.002
Si 12.223 -4.09 13.564 0.006 -0.014 0.006
Si 14.909 -1.363 13.57 -0.003 0.014 0.001
Si 17.625 1.357 13.56 0.008 0.008 0.001
Si 20.344 4.111 13.572 -0.011 0.014 0.005
Si 17.644 6.818 13.598 0.003 0 0.008
Si 20.364 -6.787 13.598 0.021 -0.007 0.006
Si 17.635 -4.061 13.585 0 0.007 0.008
Si 20.358 -1.338 13.588 -0.003 0.002 -0.001
Si 23.096 1.382 13.602 0.007 -0.012 0.005
Si 25.833 4.116 13.625 -0.002 0.003 -0.005
Si 23.1 -9.482 13.581 -0.001 -0.007 -0.002
Si 25.828 -6.774 13.612 -0.001 0.004 0.006
Si 23.092 -4.065 13.601 0 0.011 0.003
Si 25.839 -1.353 13.619 0.01 -0.006 0
Si 28.567 1.383 13.649 0.001 0.006 0.008
Si 31.288 4.097 13.667 0.005 -0.004 0
Si 28.567 -9.497 13.652 0.009 -0.002 0.008
Si 31.295 -6.751 13.673 -0.012 0.005 0.005
Si 28.582 -4.028 13.653 -0.014 0.004 0.004
Si 31.305 -1.314 13.667 0.003 -0.004 0.004
Si 33.997 1.391 13.693 -0.007 0.006 0.006
Si -28.554 4.109 13.68 -0.007 0.002 0.006
Si 34.008 -9.485 13.667 -0.009 0.008 0.001
Si -28.54 -6.771 13.658 0.019 -0.017 -0.001
Si 34.013 -4.042 13.68 0.003 0.001 0.005
Si -28.565 -1.328 13.679 -0.004 0.004 0.001
Si -25.832 1.376 13.668 0 -0.004 0.003
Si -23.101 4.103 13.642 -0.001 0.005 -0.011
Si -25.82 -9.498 13.658 0.01 -0.001 -0.005
Si -23.101 -6.764 13.641 -0.01 0.004 -0.001
Si -25.832 -4.044 13.66 -0.005 0.006 0.003
Si -23.092 -1.342 13.67 0.008 -0.016 0.009
Si -20.383 1.373 13.635 -0.008 0.01 -0.002
Si -17.652 4.078 13.608 0.006 -0.009 -0.004
Si -20.376 -9.507 13.623 -0.007 0 0.002
Si -17.668 -6.804 13.629 -0.013 0.005 -0.002
Si -20.365 -4.076 13.663 0.007 -0.009 0.003
Si -17.652 -1.366 13.636 0.001 -0.003 0.005
Si -14.936 1.332 13.617 0.004 -0.002 -0.003
Si -12.221 4.046 13.584 0.013 -0.009 -0.002
Si -14.938 -9.524 13.627 -0.004 -0.004 0.013
Si -12.213 -6.82 13.598 -0.001 0.005 -0.006
Si -14.941 -4.102 13.599 0.004 0.006 -0.009
Si -12.212 -1.381 13.591 -0.013 -0.001 -0.005
Si -9.476 1.346 13.583 -0.007 -0.011 -0.003
Si -6.783 4.057 13.591 -0.014 0.003 0.005
Si -9.485 -9.552 13.592 -0.006 0.006 0.009
Si -6.782 9.482 13.594 0.005 -0.004 0.008
Si -9.492 -4.116 13.61 0.002 0.001 0.005
Si -6.771 -1.378 13.578 -0.002 -0.006 0.005
Si -4.084 1.322 13.571 -0.01 0 0.001
Si -1.388 4.038 13.569 0.014 -0.009 0.011
Si -4.088 6.766 13.597 -0.002 0.005 0.014
Si -1.371 9.499 13.556 -0.002 0.001 0.006
Si -4.06 -4.1 13.538 0.013 -0.013 -0.012
Si -1.385 -1.378 13.55 -0.009 0 0.004
Si -0.033 -0.017 14.912 0.004 0.013 0.006
Si 2.715 2.7 14.852 0.009 0.001 0.001
Si -0.002 5.408 14.886 0.005 0.007 0.009
Si 2.701 8.148 14.804 0 0.001 -0.005
Si -0.041 -5.427 14.914 0.004 -0.005 0.007
Si 2.687 -2.768 14.902 -0.009 -0.008 0.004
Si 5.443 -0.04 14.857 -0.001 0.004 -0.001
Si 8.183 2.677 14.854 -0.003 -0.007 -0.001
Si 5.45 5.405 14.848 -0.004 -0.005 0.001
Si 8.168 8.148 14.892 0.014 0.001 0
Si 5.448 10.859 14.865 0.001 0.006 0.004
Si 8.15 -2.725 14.881 -0.003 0.006 0.002
Si 10.867 -0.01 14.919 0 0 0.002
Si 13.569 2.733 14.941 0.003 -0.004 -0.005
Si 10.855 5.439 14.897 -0.012 -0.009 0.006
Si 13.583 8.174 14.9 -0.004 0 0.002
Si 10.858 10.873 14.918 0.005 -0.01 0
Si 13.566 -2.727 14.951 -0.001 0.01 0.003
Si 16.254 0.009 14.926 -0.001 -0.001 -0.001
Si 18.968 2.742 14.901 -0.004 -0.005 0
Si 16.277 5.457 14.948 -0.006 -0.007 -0.002
Si 18.993 8.193 14.967 -0.001 -0.002 0.001
Si 16.278 10.914 14.961 -0.002 0.003 0.006
Si 18.984 -2.688 14.94 -0.002 0.004 0.003
Si 21.717 0.029 14.944 0.002 0.003 0.005
Si 24.457 2.754 14.948 0.001 0.007 0.006
Si 21.691 5.512 14.9 0.004 -0.006 0.001
Si 24.467 -8.146 14.95 -0.01 -0.01 0.009
Si 21.727 -5.425 14.949 -0.009 -0.002 -0.006
Si 24.463 -2.712 14.953 -0.002 -0.005 0.006
Si 27.207 -0.001 14.973 0 -0.008 0.005
Si 29.926 2.73 15.02 -0.006 -0.007 0.008
Si 27.203 5.455 14.999 0.002 0 -0.005
Si 29.933 -8.131 15.001 -0.001 -0.003 -0.003
Si 27.193 -5.403 14.951 -0.002 -0.003 0.002
Si 29.953 -2.665 15.021 0.005 0.01 0.002
Si 32.626 0.043 15.067 -0.009 -0.005 0.002
Si 35.361 2.747 15.042 0.003 0.007 0
Si 32.651 5.461 15.012 0.005 0.011 0.001
Si 35.377 -8.125 15.013 0.001 0.001 -0.005
Si 32.647 -5.387 15.048 -0.006 -0.002 -0.003
Si 35.355 -2.684 15.053 -0.004 -0.006 0.003
Si -27.208 0.026 15.037 0.007 0.001 0.002
Si -24.456 2.737 15.002 0.003 0.003 -0.002
Si -27.183 5.468 15.025 0.003 -0.001 0.001
Si -24.461 -8.119 14.996 -0.003 -0.002 -0.005
Si -27.197 -5.401 15.016 -0.01 -0.004 0.004
Si -24.47 -2.696 15.021 0 -0.007 0.005
Si -21.714 0.011 15.021 0.015 0.009 0.011
Si -19.001 2.72 14.973 -0.003 0.008 0
Si -21.73 5.461 14.991 0 0.005 0.007
Si -19.023 -8.16 15.002 0.007 0 0.007
Si -21.742 -5.425 15.02 -0.009 -0.003 -0.004
Si -18.988 -2.725 15.021 -0.002 -0.004 0.004
Si -16.281 -0.026 15 0.005 0.004 0.009
Si -13.574 2.696 14.964 0.001 0 0.004
Si -16.308 5.429 14.982 -0.008 -0.005 0.006
Si -13.571 -8.154 14.978 0.011 0.009 0.005
Si -16.303 -5.442 14.978 0.004 0.003 0.003
Si -13.571 -2.751 14.943 0.007 -0.001 0.004
Si -10.842 -0.008 14.928 0.008 0.005 0
Si -8.109 2.686 14.966 0.005 0.006 0.006
Si -10.838 5.38 14.929 -0.016 -0.008 -0.001
Si -8.131 -8.203 14.977 0.013 -0.004 0.022
Si -10.843 -5.494 14.979 -0.007 0.007 -0.006
Si -8.106 -2.748 14.943 0.006 -0.002 0.001
Si -5.412 -0.04 14.97 0.004 -0.012 0.001
Si -2.755 2.676 14.953 -0.007 0.005 0.006
Si -5.442 5.402 14.984 -0.002 -0.006 -0.006
Si -2.72 8.139 14.937 0.002 0.011 -0.002
Si -5.374 -5.478 14.909 0.013 0.029 -0.003
Si -2.748 -2.728 14.928 -0.017 -0.014 0.009
O 4.25 4.138 -2.543 -0.024 0.022 -0.405
O 0.041 -2.738 21.964 -0.007 0.279 0.196
O 4.591 2.321 22.559 0.032 0.471 0.03
O 6.491 3.846 23.217 0.192 0.337 0.569
O 4.679 -2.707 24.492 0.14 -0.083 0.088
O 0.52 2.978 22.044 0.263 0.274 0.471
O 2.245 -6.902 22.956 0.491 0.151 0.341
O 0.123 -8.013 22 -0.069 0.069 0.203
O 5.179 -7.898 24.998 0.168 -0.309 0.399
O 5.298 -2.849 21.757 0.065 -0.086 0.15
O 6.447 -1.191 23.282 0.229 0.143 0.171
O 9.071 1.119 23.089 -0.144 -0.363 0.048
O 10.941 2.746 22.231 0.255 -0.251 0.462
O 0.466 -6.455 24.761 -0.149 -0.254 0.065
O 9.738 7.451 22.926 -0.209 0.102 0.216
O 11.648 -7.029 23.167 0.16 0.454 0.34
O 6.356 -7.79 22.693 -0.359 -0.259 0.178
O -3.635 5.453 -5.85 -0.441 -0.58 -0.026
O 16.274 2.839 21.892 0.063 -0.116 0.077
O 10.985 -2.139 22.613 -0.523 -0.033 -0.113
O 8.523 8.035 -7.066 -0.319 0.51 -0.152
O 15.492 2.644 -4.803 -0.101 -0.225 -0.096
O 12.882 4.392 23.075 -0.025 -0.181 0.266
O 13.599 -8.164 -0.34 0.145 0.216 -0.666
O 14.703 6.352 23.054 0.076 -0.264 0.411
O 13.519 -5.367 22.285 -0.174 0.083 0.412
O 15.217 -3.478 23.087 -0.109 0.125 0.079
O 17.337 -1.886 23.086 0.159 -0.34 0.255
O 19.025 0.009 22.226 0.05 -0.165 0.694
O 20.983 1.594 22.961 0.489 -0.182 0.458
O 23.921 0.328 -5.054 -0.139 -0.022 0.367
O 22.534 3.69 -5.567 0.242 -0.082 0.602
O 18.116 -5.561 25.304 -0.489 0.318 -0.293
O 21.813 -8.008 22.059 0.137 0.196 0.296
O 13.7 5.606 25.35 0.037 -0.268 0.123
O 20.751 -3.741 25.762 -0.701 -0.149 0.056
O 20.411 -3.8 23.189 -0.699 -0.02 0.15
O 25.567 1.792 23.039 -0.52 0.194 0.594
O 30.622 5.295 25.546 0.083 -0.045 0.283
O 20.069 6.72 23.011 -0.044 -0.425 0.045
O 24.436 5.376 22.119 0.086 -0.149 0.563
O 27.568 -6.999 -4.772 -0.135 0.107 -0.281
O -31.33 -3.909 24.24 0.259 -0.073 0.58
O 23.797 -6.565 23.088 0.464 -0.224 0.194
O 28.734 6.737 24.522 -0.424 0.152 0.673
O 25.011 -4.257 22.9 -0.213 -0.06 -0.013
O 27.065 -2.756 22.224 0.161 0.131 0.516
O 29.762 0.216 25.263 0.379 -0.303 0.765
O -32.548 2.894 22.29 -0.119 0.057 0.509
O 31.272 4.449 -5.503 0.143 -0.351 -0.329
O 28.735 5.906 22.164 0.295 0.062 -0.449
O 28.321 -7.712 22.78 0.078 0.092 0.51
O -32.624 -8.088 22.222 -0.206 0.211 0.558
O 32.11 -2.368 25.342 -0.257 -0.027 0.011
O -31.939 -2.396 -5.453 0.053 0.281 0.061
O -31.924 -1.634 23.135 -0.3 0.092 0.566
O -28.152 -5.147 -5.999 0.288 -0.466 0.477
O -29.971 0.008 22.299 0.075 -0.049 0.63
O -28.018 1.57 23.049 -0.113 -0.31 0.498
O -30.63 4.471 23.165 -0.333 0.007 0.302
O -28.787 6.311 23.228 0.189 0.283 0.542
O -27.818 -1.641 -5.137 0.301 -0.509 0.034
O -28.962 -4.509 23.255 0.334 -0.177 0.329
O -27.149 -2.718 22.36 0.211 -0.05 0.101
O -22.579 -0.589 23.53 -0.093 0.023 -0.296
O -19.08 -2.207 -3.578 0.262 -0.039 -0.025
O -17.247 -3.748 25.725 0.04 -0.011 0.167
O -26.065 4.355 -6.487 -0.164 0.278 0.196
O -24.49 5.451 22.193 -0.025 -0.104 0.487
O -22.918 7.417 22.995 -0.427 0.28 0.203
O -27.176 -8.145 22.296 -0.098 0.023 0.496
O -25.356 -6.362 23.056 0.464 0.325 0.138
O -21.494 -1.487 -4.016 0.086 -0.383 -0.405
O -23.34 -7.552 -5.792 0.488 0.226 -0.361
O -19.045 -5.437 22.23 -0.211 -0.092 0.614
O -23.388 -4.152 23.138 -0.503 -0.383 0.106
O -20.106 -0.756 23.05 0.442 0.317 0.241
O -21.673 7.97 25.232 -0.512 -0.08 0.199
O -16.349 8.054 22.246 0.307 0.262 0.284
O -17.285 -3.667 23.092 0.651 0.208 0.112
O -14.965 3.742 -1.357 0.682 -0.345 -0.392
O -13.644 -4.074 23.624 0.152 -0.124 -0.212
O -14.603 -1.678 23.494 -0.543 0.191 0.431
O -8.241 7.126 25.232 -0.197 0.235 -0.045
O -11.202 2.454 22.228 0.133 -0.085 0.508
O -17.388 -1.434 24.441 0.372 0.063 0.035
O -10.323 -1.008 -6.71 0.324 -0.094 0.137
O -12.563 6.88 23.262 -0.03 -0.093 0.025
O -10.797 -8.169 21.908 0.051 0.058 0.004
O -14.744 -6.488 23.152 -0.122 0.107 0.56
O -10.506 7.246 -3.517 0.504 0.039 0.266
O -8.187 -0.087 22.326 0.378 -0.106 0.405
O -12.767 -5.525 21.784 -0.51 -0.385 -0.504
O -10.655 -3.927 22.504 0.229 0.648 0.229
O -6.337 1.428 23.203 -0.055 -0.298 0.286
O -6.772 -7.286 24.349 0.48 0.247 -0.335
O -9.397 -6.255 22.877 0.403 -0.348 0.444
O -9.526 4.319 23.17 -0.266 0.76 -0.047
O -5.715 -2.885 22.321 -0.141 -0.38 0.508
O -4.326 -4.933 24.953 0.217 0.255 -0.534
O 2.67 0.674 22.077 -0.412 -0.09 -0.311
O -0.853 1.209 23.338 -0.354 -0.188 0.23
O 0.695 3.377 -4.99 -0.126 -0.004 -0.298
O -0.827 4.52 24.017 0.035 -0.385 -0.595
O -1.532 6.919 23.223 -0.131 0.415 0.51
O -5.212 8.037 22.053 0.241 0.045 0.219
O -3.524 -6.697 23.253 0.058 -0.186 0.092
O 4.033 -0.213 24.118 0.182 0.386 -0.082
O 4.792 -7.702 -4.676 0.184 -0.56 -0.165
O -1.704 -3.953 -4.867 -0.133 -0.041 -0.485
O 0.452 7.929 -6.483 -0.189 0.082 0.113
O 4.361 6.826 23.037 -0.267 -0.105 0.455
O 3.722 1.779 -1.409 0.009 -0.364 -0.12
O 2.055 -1.127 -3.999 0.185 -0.149 0.349
O 4.079 -0.409 -5.563 0.02 -0.291 0.201
O 6.653 -0.17 -4.855 -0.136 -0.147 0.181
O 4.877 -5.258 24.655 0.393 -0.007 -0.296
O 14.358 4.117 -2.169 -0.513 0.228 -0.229
O 15.09 -0.983 24.039 0.23 0.114 0.323
O -14.276 -3.2 25.887 -0.264 0.192 0.296
O 9.561 -4.154 23.285 0.017 -0.371 0.41
O 11.541 -6.34 -3.437 0.55 -0.337 0.155
O 19.107 0.014 -4.127 -0.463 0.018 0.263
O -3.993 -1.235 -1.609 0.595 -0.119 -0.026
O -23.359 7.524 -0.982 -0.225 0.647 -0.177
O 16.406 -8.107 22.219 -0.084 0.122 0.575
O -31.183 1.783 -2.735 0.103 -0.685 -0.144
O 16.354 4.919 -3.518 0.394 0.485 0.01
O 13.653 0.819 -5.653 -0.22 0.03 0.353
O 20.037 4.502 -5.607 -0.222 0.362 -0.022
O 27.437 -4.809 -6.266 0.148 0.447 -0.179
O 21.946 6.263 -5.787 0.344 -0.052 -0.339
O 19.171 8.047 -0.507 -0.043 0.04 -0.376
O 24.075 3.147 25.769 -0.027 0.133 -0.64
O -5.242 -0.587 -3.959 0.424 0.734 -0.418
O -13.221 0.302 22.339 -0.198 -0.066 0.289
O 6.698 -6.424 -1.53 -0.304 0.081 -0.244
O -15.271 0.25 -5.035 -0.331 -0.468 -0.095
O 29.134 -6.649 -6.888 -0.251 -0.22 -0.651
O 19.223 2.009 -5.972 -0.292 -0.375 -0.574
O 5.1 6.312 -1.362 0.151 0.083 -0.326
O -32.468 3.972 -3.461 0.411 0.271 0.275
O 8.408 2.595 25.238 0.073 0.191 -0.145
O 25.078 -5.446 25.215 0.096 -0.49 -0.017
O -9.025 4.702 25.765 0.109 -0.297 0.298
O -6.262 6.522 -1.43 0.243 0.379 -0.334
O 22.757 -4.531 24.303 0.014 0.224 0.033
O 29.391 -6.88 -1.025 0.143 0.371 0.006
O 30.342 -0.181 -2.464 0.326 -0.206 -0.01
O 26.539 0.92 -1.155 0.608 0.018 -0.087
O 12.097 -0.993 -1.293 -0.594 0.592 -0.077
O -19.449 -3.183 24.501 -0.13 -0.405 -0.409
O 8.368 5.006 25.793 0.559 0.12 -0.288
O 12.986 -0.459 22.593 -0.204 0.185 0.079
O 29.363 2.231 -3.171 -0.319 -0.27 -0.169
O -31.218 -6.614 -1.462 -0.174 0.315 -0.616
O -2.966 -1.475 25.595 0.268 -0.505 -0.33
O -0.637 -0.167 25.536 0.132 -0.23 0.166
O -22.87 1.301 -1.458 0.648 -0.42 -0.328
O -19.757 -2.499 -6.15 0.019 0.243 0.078
O 32.58 5.492 -0.33 -0.035 0.008 -0.503
O -26.055 -6.868 -1.494 0.457 -0.256 -0.121
O -24.917 -7.891 25.101 0.286 -0.361 -0.368
O -27.115 3.105 -4.008 0.125 0.119 0.078
O 26.094 -7.81 -2.888 0.148 0.212 0.1
O -29.471 3.621 -3.072 -0.154 0.056 -0.081
O -24.943 1.895 -3.052 -0.138 -0.17 0.343
O -23.826 4.615 -5.211 0.268 -0.382 -0.234
O -5.018 -2.996 -3.246 -0.435 -0.186 0.452
O 30.533 7.057 -1.115 -0.048 -0.051 -0.199
O 25.795 1.994 -6.131 0.238 -0.074 0.033
O -29.1 -1.158 -2.954 0.311 0.524 0.172
O 13.277 6.889 -5.391 0.189 0.412 0.421
O -7.272 -2.115 -5.03 -0.147 0.125 -0.586
O -9.966 -1.407 23.654 -0.085 -0.021 0.236
O 22.643 3.643 22.878 0.265 -0.462 0.434
O -20.611 -1.201 -1.524 -0.303 0.209 -0.157
O -18.433 0.596 25.646 -0.072 -0.495 0.453
O 25.662 -3.587 -1.205 0.244 -0.405 -0.284
O 28.826 5.152 -6.117 -0.189 0.313 -0.03
O -19.289 3.039 26.052 0.205 -0.048 -0.369
O -25.709 6.79 -1.891 -0.233 0.378 0.16
O 11.582 6.753 -3.297 0.064 0.569 0.017
O -29.199 0.577 -5.091 -0.519 0.171 0.217
O -21.58 -2.715 22.04 -0.121 -0.104 0.544
O -11.19 2.911 -4.011 0.255 0.196 0.344
O 16.31 -2.84 25.376 -0.15 -0.387 0.052
O -2.57 -4.334 -1.434 -0.205 0.435 -0.285
O -6.764 4.106 -2.363 0.073 -0.395 -0.104
O -15.923 0.774 24.792 0.439 -0.14 -0.032
O -16.674 7.374 25.945 0.409 0.155 -0.61
O 13.63 1.768 -3.251 -0.524 -0.021 0.173
O 9.966 -7.003 -5.506 -0.679 0.148 0.07
O -12.028 6.712 -1.47 -0.028 -0.254 -0.205
O -2.811 -1.723 -3.926 0.092 0.174 -0.195
O 16.569 -0.094 -0.299 0.185 0.08 -0.166
O -12.839 7.965 25.717 -0.228 -0.133 0.524
O 5.07 -5.182 -3.737 0.271 0.488 -0.144
O -11.199 0.459 25.05 -0.362 0.365 -0.278
O 15.377 -2.136 -5.447 -0.427 -0.212 -0.276
O 17.613 4.586 23.151 -0.325 0.5 0.302
O 11.295 0.216 -6.806 0.043 0.114 -0.113
O -16.465 0.147 -0.455 -0.148 0.08 -0.406
O -1.322 7.031 -1.612 -0.322 0.278 -0.151
O -8.256 2.943 -4.157 -0.123 0.064 -0.045
O 30.966 7.926 25.218 0.514 0.342 -0.528
O -17.357 4.193 -2.436 -0.2 0.595 0.119
O 6.601 6.435 24.388 -0.028 -0.554 -0.445
O -7.949 -4.159 23.034 0.212 -0.032 0.501
O -4.271 2.193 -5.38 -0.357 0.113 0.475
O -5.987 -6.665 -6.33 -0.189 0.034 0.605
O -12.306 -1.977 24.592 0.074 0.022 -0.083
O 24.195 -6.816 -1.126 0.43 0.445 -0.019
O -7.345 -1.292 -2.539 0.228 0.294 0.409
O 29.595 -5.36 -4.653 -0.067 -0.043 0.763
O 10.71 6.859 -5.853 -0.171 -0.279 -0.086
O 2.954 -6.754 25.547 -0.304 -0.134 0.641
O -20.545 -4.215 -4.333 -0.425 0.498 0.165
O -20.848 1.116 24.865 -0.36 0.422 -0.202
O 15.138 5.077 -5.831 -0.345 -0.166 0.022
O 2.553 5.108 22.084 -0.142 -0.147 0.2
O 19.44 -5.457 -5.509 0.414 0.572 -0.339
O -27.015 0.451 -3.717 0.389 -0.251 0.583
O -5.638 6.961 25.465 0.078 -0.748 0.023
O 1.562 0.701 24.46 0.378 0.073 0.314
O -1.88 -6.085 -3.211 0.316 -0.762 -0.153
O 1.229 -7.086 -1.65 -0.495 0.11 -0.5
O -1.957 3.332 -4.8 -0.15 0.626 -0.265
O 2.612 7.74 -3.444 -0.264 -0.495 -0.029
O 20.193 -8.037 -5.495 -0.489 -0.397 -0.151
O 5.805 -0.847 25.88 0.525 -0.146 0.022
O 7.372 4.09 -5.705 0.197 -0.525 0.051
O -0.614 5.235 -3.52 0.536 -0.117 0.284
O -23.993 1.365 22.968 -0.22 0.228 0.286
O 8.142 5.511 22.107 0.035 0.173 0.548
O -24.51 6.587 -6.922 0.284 -0.339 -0.494
O 8.53 0.058 25.398 -0.263 -0.171 0.005
O 15.968 -2.516 -2.975 0.301 0.355 0.319
O -1.168 -6.501 -5.637 0.02 0.052 -0.401
O 21.349 -6.447 -3.82 -0.138 0.148 0.676
O -25.299 -3.4 -3.187 -0.143 0.153 -0.159
O 2.033 -3.964 -5.652 0.286 -0.1 0.291
O 1.702 7.456 24.707 -0.127 -0.157 -0.24
O -2.823 4.996 22.302 0.185 0.061 0.026
O -28.208 3.884 24.187 -0.241 -0.218 0.167
O -14.482 3.007 25.202 0.451 0.046 -0.064
O -5.213 -0.076 25.891 -0.219 -0.069 0.301
O 18.202 2.921 -1.239 -0.166 -0.301 -0.133
O 23.502 -8.041 -3.236 -0.109 -0.107 -0.049
O 11.365 -7.145 -1.067 -0.375 -0.383 -0.244
O 16.583 4.83 -0.828 0.225 0.103 0.087
O 7.95 -5.691 22.107 0.164 -0.076 0.481
O 27.141 6.723 -4.675 -0.199 -0.099 -0.466
O -7.892 2.247 -0.45 0.153 0.158 -0.51
O 28.634 7.739 -2.847 0.017 -0.27 -0.139
O -13.618 1.311 -6.763 0.358 -0.249 -0.157
O -23.831 -1.313 -2.975 0.084 0.334 0.417
O 11.337 -2.568 -3.303 -0.182 -0.259 0.073
O -0.31 -5.418 -0.527 0.104 -0.066 -0.482
O 21.525 3.073 25.148 -0.284 0.082 0.271
O 20.317 -3.596 -1.328 0.273 -0.042 -0.274
O 31.073 -7.559 -2.979 0.172 0.447 0.2
O 12.733 2.635 -0.874 -0.385 -0.464 0.108
O -12.752 -2.645 -2.808 0.133 0.243 0.093
O 17.124 -4.056 -5.93 -0.469 -0.217 0.575
O 26.234 -3.143 25.785 0.067 0.059 -0.64
O 9.868 3.667 -5.791 0.11 -0.45 -0.337
O 28.521 -1.746 -1.355 -0.564 -0.09 -0.194
O 21.657 5.053 -3.523 0.106 0.064 -0.006
O 21.094 6.429 -1.347 0.197 0.309 -0.449
O -25.846 -4.058 -5.654 0.257 0.218 0.022
O 18.714 -1.516 -0.913 -0.013 0.189 -0.271
O -27.82 -3.5 25.847 0.13 -0.064 -0.594
O -18.712 6.772 -0.816 -0.257 -0.208 -0.097
O 22.763 -7.568 -5.712 0.472 0.116 -0.419
O 18.329 -6.249 22.809 -0.157 0.285 -0.096
O 23.784 -5.595 -4.26 0.424 -0.052 0.276
O 18.786 -6.92 -3.474 0.301 -0.273 0.023
O 27.092 5.572 -0.363 0.268 -0.138 -0.445
O 17.91 -1.611 -5.673 0.042 0.269 -0.192
O 24.625 2.672 -0.441 0.048 -0.079 -0.527
O 12.303 -6.046 -5.983 -0.13 -0.687 -0.68
O 0.037 2.515 25.462 0.3 -0.178 0.444
O -14.159 4.28 22.919 0.433 -0.099 -0.113
O -4.383 -1.091 23.515 0.248 0.13 0.306
O 18.817 -8.005 24.686 -0.408 -0.152 0.338
O 13.099 0.55 25.017 -0.043 0.675 -0.02
O 30.32 4.709 -3.057 -0.056 0.165 0.408
O -2.884 6.612 -3.581 -0.053 -0.168 0.098
O -29.002 1.753 -1.235 0.026 -0.193 -0.161
O -0.005 -4.026 25.613 -0.428 0.307 0.273
O -9.247 1.593 -6.162 -0.229 -0.423 0.046
O -4.573 -3.864 -5.72 0.423 -0.291 -0.026
O 22.096 -2.28 22.058 0.288 0.253 0.325
O -29.734 7.719 -0.786 -0.337 -0.077 -0.019
O -19.743 0.342 -3.407 0.17 0.007 0.097
O 24.956 7.032 -1.153 -0.39 -0.403 -0.226
O -17.863 0.862 23.097 -0.639 0.09 0
O 9.033 -2.767 -1.103 0.211 0.284 0.037
O 30.329 -3.042 -0.241 0.052 -0.029 -0.52
O 27.863 -0.243 -3.252 0.03 0.526 -0.206
O 31.102 6.38 23.179 -0.081 -0.326 0.129
O -0.583 7.764 -4.077 0.116 0.396 0.438
O -21.893 -6.507 -3.798 -0.016 -0.034 0.596
O -14.973 -3.977 -2.47 0.221 0.05 -0.691
O 6.157 5.558 -3.728 0.243 0.45 0.031
O 26.417 6.852 22.972 -0.162 0.357 0.571
O -27.694 5.494 -3.136 -0.507 0.373 -0.206
O 10.842 2.491 -3.65 0.248 0.015 -0.124
O -17.966 6.13 23.069 0.148 0.168 0.329
O -30.144 -8.165 -3.357 0.03 -0.506 0.028
O -19.76 4.048 -1.194 -0.002 -0.072 -0.395
O -4.425 4.604 -1.403 0.161 0.109 -0.149
O 32.226 -4.406 -4.217 -0.084 0.062 0.305
O 17.703 -3.818 -1.445 -0.038 -0.185 0.219
O 1.942 -1.521 23.061 0.232 -0.567 0.403
O -22.758 0.825 -4.025 0.38 0.242 -0.489
O 5.317 1.853 -6.018 0.186 0.009 0.445
O 25.837 1.141 -3.671 0.122 0.63 0.032
O 22.373 -1.06 -6.612 0.088 -0.045 -0.709
O -15.313 -6.217 -1.146 0.025 -0.287 -0.155
O -26.806 -5.431 -3.584 -0.403 0.182 -0.325
O -5.257 5.725 -3.733 -0.266 -0.11 -0.337
O -19 -2.769 -0.347 -0.056 -0.088 -0.437
O 19.713 2.45 -3.49 -0.118 0.162 -0.361
O 11.353 0.002 -3.531 0.222 -0.015 -0.248
O 6.644 -2.024 -1.512 -0.42 -0.04 -0.221
O 31.555 -5.834 -6.324 0.521 0.117 -0.317
O 8.222 2.633 -0.444 0.178 0.061 -0.523
O 11.812 -3.669 24.605 0.494 -0.428 -0.056
O -16.427 5.552 -0.197 0.301 -0.15 -0.109
O -20.666 7.579 -5.615 -0.291 0.06 0.029
O -25.236 -0.966 23.046 -0.011 -0.045 0.474
O -20.983 -7.043 23.04 -0.078 0.293 0.499
O -10.633 5.191 -5.155 -0.269 -0.152 -0.441
O -24.046 -5.435 25.221 0.128 -0.167 0.231
O 17.166 -6.886 -1.46 -0.658 0.306 -0.199
O -25.595 1.848 -5.624 0.31 -0.505 -0.188
O -9.304 3.869 -1.802 -0.534 -0.035 -0.324
O -21.484 5.36 -4.38 0.129 -0.288 -0.068
O 3.411 -4.304 22.724 -0.335 -0.079 -0.038
O 0.15 5.345 -0.44 0.168 0.122 -0.468
O 31.134 1.942 -1.226 -0.286 0.337 0.018
O -10.796 0.265 -4.197 0.524 0.009 0.133
O -12.294 -6.327 24.166 0.695 -0.008 -0.199
O -11.985 -5.231 -0.924 0.323 -0.379 0.048
O 11.547 4.929 -1.273 -0.226 -0.03 -0.276
O 27.242 -0.76 25.145 -0.302 0.005 -0.143
O -17.979 -4.054 -5.169 -0.011 -0.466 0.33
O -6.775 -4.888 25.715 -0.317 0.465 0.099
O -21.09 -1.395 25.465 0.104 -0.018 0.519
O 31.09 -0.992 -5.678 -0.165 0.596 0.012
O -5.348 -2.624 25.544 -0.432 0.133 0.119
O -2.785 2.76 -0.47 -0.192 -0.213 -0.309
O 5.52 -5.739 -6.215 0.1 0.468 0
O 29.535 -2.222 -3.849 -0.174 -0.367 0.058
O 2.675 -4.542 -3.14 -0.482 0.218 0.261
O 9.086 -0.956 -5.813 0.294 -0.558 -0.004
O -9.837 -6.433 -1.6 0.166 0.194 -0.375
O -6.716 -4.618 -4.468 -0.138 -0.58 0.098
O -24.312 -0.138 25.346 -0.296 0.421 0.574
O -32.231 -7.622 -4.742 -0.097 0.396 0.153
O -30.941 -1.701 -1.165 0.049 -0.037 -0.454
O -10.84 -2.34 -4.504 0.502 -0.265 -0.196
O 30.828 1.552 23.354 -0.494 -0.372 0.052
O 32.318 -5.09 -0.302 -0.149 0.073 -0.295
O 13.607 -1.435 -3.501 0.164 -0.008 -0.13
O -29.917 -7.072 -5.83 0.194 -0.142 -0.059
O -28.025 7.11 -5.893 -0.141 0.121 -0.387
O 22.009 -5.406 -0.458 0.213 -0.217 -0.457
O 21.381 0.879 -4.984 -0.052 0.222 0.285
O -31.902 0.004 -6.251 0.352 -0.125 0.125
O -2.042 7.418 -6.269 -0.174 0.538 -0.189
O -27.198 -8.019 -3.636 -0.015 -0.246 0.259
O 13.83 -4.032 -6.933 0.664 -0.29 -0.246
O -0.978 -1.48 -5.78 0.565 -0.066 -0.292
O 2.725 2.419 -3.713 0.374 -0.315 0.158
O 27.318 -5.402 -0.344 -0.195 -0.148 -0.574
O -30.814 3.646 -0.885 0.046 -0.043 -0.375
O -3.594 -6.798 -1.331 -0.031 -0.497 -0.227
O 16.294 -7.632 -3.949 -0.483 -0.572 0.054
O 28.598 -1.638 -6.202 0.235 0.203 0.233
O -19.837 4.236 23.039 0.061 -0.269 0.495
O -15.823 2.567 -6.127 -0.167 0.347 0.139
O 1.1 -1.032 -1.535 -0.053 0.115 -0.21
O 2.689 -2.715 -0.41 0.121 -0.01 -0.203
O -11.272 3.163 -6.667 -0.396 0.397 -0.11
O -19.252 -6.34 -3.794 -0.213 -0.095 0.358
O 2.86 7.489 -0.806 -0.552 -0.11 0.132
O 15.583 0.071 -4.021 0.532 0.116 0.019
O -24.174 -2.781 25.251 -0.027 0.081 0.156
O -30.101 -5.903 25.324 -0.027 -0.328 -0.068
O 26.63 2.879 25.164 0.228 0.059 0.386
O -0.518 2.737 -2.737 0.221 0.333 0.212
O 4.556 -4.304 -1.284 0.317 -0.222 -0.234
O 18.51 3.199 25.324 -0.088 -0.451 -0.175
O 23.534 -2.059 -1.042 -0.359 -0.249 -0.083
O -5.486 -5.39 -0.327 -0.042 -0.017 -0.382
O 15.217 -4.508 -1.359 0.033 -0.53 -0.518
O 9.676 6.679 -1.437 -0.157 0.13 -0.433
O 29.872 2.82 25.575 -0.284 0.189 -0.292
O -9.295 -2.21 -1.049 -0.36 -0.32 -0.152
O 20.522 3.904 -1.461 -0.317 0.256 0.153
O 22.6 -3.479 -5.394 -0.091 -0.146 0.106
O -3.922 -7.431 25.841 0.086 0.101 0.097
O -11.222 -4.79 -3.354 0.354 -0.011 -0.165
O -21.786 -5.442 -0.491 0.18 0.071 -0.115
O 10.653 8.028 25.323 0.272 0.181 0.036
O 13.691 -2.737 -0.326 0.021 0.133 -0.393
O -17.284 -4.484 -1.246 -0.374 -0.181 -0.345
O -16.97 5.311 -6.658 0.076 -0.58 0.388
O -21.686 5.564 -0.273 0.197 -0.241 -0.428
O -25.859 -1.022 -6.753 -0.047 0.259 0.257
O -10.933 -5.703 -6.701 0.165 0.018 0.279
O -15.513 5.42 24.795 -0.493 0.102 -0.283
O -23.418 -3.474 -1.359 0.217 -0.04 -0.359
O -30.784 -3.254 -3.247 -0.189 -0.218 0.192
O 1.733 0.904 -5.604 -0.298 -0.004 -0.506
O -11.856 1.454 -1.885 -0.097 0.446 -0.144
O -29.807 5.358 25.514 -0.271 0.159 0.128
O -10.746 6.59 25.204 0.218 -0.208 -0.356
O -20.64 -6.16 -6.055 0.163 0.462 -0.554
O 3.784 -6.691 -2.017 0.446 -0.057 0.068
O -13.17 1.294 -4.122 -0.513 0.283 0.199
O 8.133 -8.15 -0.185 0.271 -0.129 -0.138
O -27.205 0.065 -0.377 0.15 0.238 -0.309
O 6.583 1.347 24.015 -0.067 -0.635 -0.36
O -15.704 2.472 -3.521 0.168 -0.209 0.213
O 29.876 -5.531 22.279 0.162 -0.001 0.328
O -17.665 1.216 -4.701 0.168 -0.227 -0.159
O -32.557 0.095 -0.254 0.215 0.04 -0.732
O -15.133 5.094 -3.599 0.05 0.369 0.038
O 9.732 -2.165 24.992 -0.089 0.009 0.184
O -25.806 6.306 -4.74 0.125 0.019 0.663
O 26.263 4.59 -5.84 -0.44 0.419 0.377
O -25.519 -1.872 -1.091 -0.248 -0.26 -0.357
O 25.167 -3.822 -5.586 0.11 0.352 0.157
O 20.528 -6.034 24.393 0.482 -0.294 -0.174
O 30.65 8.099 -5.481 -0.43 -0.411 0.01
O 31.596 -3.655 23.106 -0.004 0.142 0.201
O 6.654 4.261 -1.509 0.143 -0.007 -0.291
O -28.92 -3.321 -1.348 0.296 -0.167 -0.578
O 2.506 -6.476 -4.978 -0.31 0.228 -0.371
O 4.854 4.489 -5.7 -0.497 0.255 -0.04
O -14.736 6.399 -5.841 0.222 0.373 0.135
O -4.852 3.534 22.973 0.376 -0.108 0.301
O -16.239 2.755 22.208 -0.073 -0.102 0.577
O -1.961 -5.854 25.257 0.215 -0.075 0.85
O 0.409 -5.222 -4.015 -0.022 0.16 0.454
O -5.761 0.285 -0.468 -0.255 -0.036 -0.297
O 10.044 1.107 -1.497 0.563 -0.157 0.077
O -7.199 3.666 24.212 0.111 0.549 -0.229
O -27.808 5.935 -0.576 -0.141 -0.508 0.231
O -13.517 -3.186 -0.375 -0.055 0.669 0.417
O -0.128 0.257 -3.447 -0.08 0.091 -0.223
O -8.702 -6.636 26.012 -0.174 -0.548 0.105
O -2.61 1.255 -3.403 -0.314 -0.539 0.057
O -23.557 5.722 -2.841 0.107 -0.125 0.05
O -3.11 5.476 24.882 -0.674 0.164 0.142
O 22.86 1.503 -7.079 -0.019 -0.248 -0.612
O -22.684 3.3 -3.212 0.392 0.074 0.009
O -20.451 6.751 23.221 0.088 0.028 -0.237
O -17.777 -7.871 -2.438 0.656 -0.012 0.334
O -24.472 2.781 -0.176 -0.072 0.227 -0.357
O -26.644 -5.816 25.266 -0.357 -0.235 -0.125
O 30.524 -3.43 -6.009 -0.158 -0.136 -0.333
O -25.919 -7.701 -5.907 -0.095 0.507 -0.016
O 17.254 -6.676 -6.202 0.41 -0.46 -0.141
O -15.397 -4.113 -5.668 0.005 0.09 0.697
O 2.954 3.003 -6.359 -0.217 0.237 -0.571
O -7.603 0.437 -4.489 0.013 -0.02 -0.09
O -18.167 1.97 -1.256 -0.053 -0.229 -0.304
O -31.57 2.431 -5.346 -0.082 0.562 -0.14
O 32.139 1.487 25.591 0.27 0.198 -0.425
O 1.906 3.658 -1.455 -0.026 -0.097 -0.59
O 7.159 -6.501 -4.159 0.493 -0.25 -0.359
O 8.848 0.743 -3.81 -0.42 0.45 0.128
O 18.988 5.723 25.101 -0.092 0.172 0.537
O 10.472 -4.503 -4.812 -0.68 0.176 0.074
O -21.832 -3.961 25.31 0.283 -0.356 -0.09
O 21.897 -0.213 -0.206 -0.037 0.066 -0.303
O 20.052 4.008 23.314 -0.063 0.171 -0.338
O -9.075 7.165 -5.702 -0.021 0.527 -0.011
O 1.915 -1.537 -6.612 -0.227 0.259 -0.404
O -16.997 -5.793 -6.916 0.347 0.166 -0.49
O -24.246 -5.564 -4.251 -0.008 0.388 0.094
O -27.234 -5.041 -0.207 0.205 0.048 -0.042
O 7.63 -4.26 -2.737 -0.023 0.075 -0.418
O -19.874 7.012 -3.174 -0.186 -0.061 0.085
O 9.14 -6.432 -2.447 -0.042 -0.308 -0.119
O -26.122 3.453 22.746 0.085 -0.335 0.205
O -13.753 -8.104 -0.306 -0.138 0.03 -0.118
O -28.86 4.7 -5.362 -0.361 -0.227 -0.035
O -30.516 1.002 25.825 0.134 0.514 -0.349
O 15.084 6.591 -1.693 -0.164 0.265 -0.44
O -10.802 -0.246 -0.359 0.229 -0.32 -0.441
O -12.979 5.232 25.165 0.069 -0.387 0.679
O -4.313 -5.373 -3.441 -0.299 -0.478 0.134
O 2.909 7.373 -6.065 0.399 -0.405 -0.095
O -9.456 2.335 24.823 -0.072 -0.633 -0.293
O -8.17 8.14 -0.559 0.224 0.188 -0.294
O 32.023 6.456 -3.9 0.484 -0.012 0.411
O -19.391 5.494 25.269 -0.081 0.213 0.262
O 15.506 7.711 -6.305 0.184 0.069 -0.126
O -7.084 -3.594 -1.24 0.373 -0.165 -0.248
O 21.115 7.269 25.411 0.422 0.234 -0.326
O -26.12 4.244 -1.378 0.311 -0.268 -0.514
O 24.125 -3.183 -3.289 -0.121 -0.1 -0.187
O -1.247 0.764 -1.155 0.055 -0.684 -0.084
O 17.51 4.017 -5.656 0.06 0.077 0.134
O -14.87 -1.466 -1.606 -0.023 0.31 -0.443
O -13.548 -5.354 -7.055 -0.339 -0.147 0.098
O -19.999 1.635 -5.748 -0.385 -0.104 0.323
O 2.539 -4.036 25.127 -0.24 -0.154 -0.246
O -30.704 -4.653 -5.458 0.1 0.185 0.163
O 14.645 1.425 23.134 0.258 0.447 0.689
O 24.105 -0.179 22.088 -0.006 0.024 0.159
O -1.066 5.022 -6.664 0.155 -0.341 0.616
O 28.927 -1.152 23.137 0.352 -0.155 0.27
O 11.956 4.696 -4.802 0.347 -0.23 -0.151
O 15.19 1.809 -1.223 0.233 0.084 -0.283
O -21.803 2.713 22.218 0.276 0.052 0.637
O 10.728 -4.708 -1.306 0.118 0.362 0.055
O -5.145 2.454 25.346 0.563 0.368 0.193
O -30.938 -6.199 22.943 0.059 0.107 0.397
O -19.337 2.867 -3.478 -0.541 0.362 -0.467
O -23.496 -1.075 -5.655 -0.155 -0.26 0.118
O -20.16 -7.414 -1.279 -0.102 0.045 -0.473
O 5.355 -0.032 -0.523 0.013 0.082 -0.554
O 1.087 5.064 25.769 0.405 -0.255 -0.037
O -16.604 -5.769 -3.406 0.352 0.322 -0.553
O -24.048 -8.017 -3.342 -0.321 0.093 0.109
O -2.068 0.956 -5.924 0.204 0.123 -0.073
O -4.535 7.838 -5.252 -0.146 0.365 0.305
O 9.83 4.842 -3.323 -0.787 0.261 0.025
O 20.213 1.289 -1.246 0.16 -0.34 -0.405
O 11.761 -2.62 -5.993 -0.638 0.336 -0.169
O 28.023 1.231 23.624 0.039 0.159 -0.304
O 4.739 2.913 25.112 -0.007 0.431 -0.054
O -12.867 -3.794 -5.154 0.122 -0.248 -0.154
O 13.13 -4.197 -4.446 0.123 0.132 0.642
O 25.597 -1.205 -2.39 -0.121 -0.268 -0.297
O 14.835 -6.096 -5.529 -0.053 0.417 -0.072
O -13.092 4.441 -5.118 -0.307 -0.355 -0.107
O -8.688 -3.442 -3.257 -0.432 -0.367 0.133
O -13.112 6.831 -3.854 -0.146 0.431 -0.375
O -0.26 -2.33 -3.418 0.257 -0.28 0.273
O 28.671 3.795 -1.273 -0.011 -0.106 -0.199
O -19.118 5.525 -5.323 0.491 -0.162 0.133
O 16.724 -5.154 -3.394 -0.2 0.161 -0.784
O 23.004 4.562 -1.279 0.495 0.106 -0.492
O -26.29 2.059 24.911 0.333 -0.489 -0.074
O -19.158 -8.147 25.96 -0.053 0.046 -0.71
O 12.176 6.801 23.569 0.041 -0.056 -0.312
O 27.846 4.326 -3.781 -0.094 -0.206 0.113
O -9.034 -4.05 -5.755 -0.177 0.056 0.219
O -17.389 -7.638 -5.056 0.445 -0.274 -0.018
O 8.264 -1.834 -3.531 0.402 -0.246 0.048
O -8.507 5.532 -3.676 0.536 0.181 -0.162
O -30.572 6.742 -5.496 -0.552 -0.375 -0.14
O -0.974 -4.729 23.213 -0.199 -0.174 0.186
O -6.924 6.549 23.12 -0.2 -0.586 0.251
O -12.109 -7.221 -2.719 -0.551 0.168 -0.107
O -28.57 -0.855 25.854 -0.277 -0.139 -0.637
O 20.46 -1.998 -5.222 -0.055 -0.073 -0.061
O -27.903 2.296 -6.653 -0.147 0.221 0.148
O 18.891 -2.511 -3.329 -0.139 0.029 -0.135
O 26.253 -0.537 -5.784 -0.101 -0.281 -0.133
O 13.163 -1.838 25.925 0.702 -0.087 -0.118
O 6.529 6.505 -6.209 -0.416 0.499 0.197
O -12.727 -0.824 -5.571 -0.358 -0.283 0.093
O -9.853 -4.572 24.888 0.107 0.381 0.33
O -28.624 -6.545 -2.036 -0.107 0.313 0.197
O 31.769 1.552 -3.812 -0.098 -0.459 -0.361
O -6.709 2.168 -6.232 -0.15 0.309 -0.3
O 27.5 3.643 22.81 -0.11 -0.034 0.168

Results
total energy: -406619.545 eV
total energy less fixed offsets of O -438.25, Si -107.07 eV per atom: -6.745 eV
